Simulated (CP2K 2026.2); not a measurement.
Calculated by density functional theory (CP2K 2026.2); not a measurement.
Periodic cell of 2052 atoms, Si1404O648, from a study of silicon, its oxide and their interface. The atomic structure is a simulated model.
Doubt: the forces sum to 0.48 eV/angstrom along one axis rather than to zero, so they err by at least 0.0002 eV/angstrom per atom on average; the grid cutoff is modest.

Settings
functional: PBE
method: Gaussian and plane waves
basis set: DZVP-MOLOPT-SR-GTH
pseudopotentials: GTH-PBE
grid cutoff: 400 Ry, relative cutoff 50 Ry
k points: Gamma only
occupations: fixed
spin: none
net charge: 0

Cell vectors (angstrom)
a	16.407	0	0
b	0	65.628	0
c	0	0	34.2187

Atoms and the computed forces on them: element, x, y, z (angstrom), force x, y, z (eV/angstrom)
Si	0.32	-0.297	0.222	-0.021	0.102	-0.22
Si	2.991	2.474	-0.133	-0.03	0.122	0.296
Si	-0.188	5.637	-0.254	-0.016	-0.009	0.036
Si	2.804	8	0.029	0.153	-0.03	-0.1
Si	-0.527	11.432	0.239	-0.178	0.166	-0.251
Si	2.395	14.046	0.206	0.048	-0.155	0.105
Si	-0.099	16.053	-0.206	0.05	-0.103	0.325
Si	2.919	18.842	0.023	-0.018	-0.026	0.237
Si	-0.36	21.941	0.074	0.03	-0.197	-0.109
Si	2.788	24.318	0.062	-0.128	0.034	-0.338
Si	-0.255	27.782	0.198	0.233	-0.116	-0.176
Si	3.382	29.493	0.048	0.006	-0.057	0.036
Si	0.198	33.051	-0.14	0.02	0.034	0.316
Si	3.053	35.305	-0.047	-0.022	0.078	0.31
Si	-0.162	38.166	0.056	-0.099	-0.053	0.006
Si	2.82	40.685	0.121	0.073	0.082	-0.142
Si	-0.202	44.077	0.189	0.002	0.046	-0.257
Si	2.498	46.703	0.599	-0.156	0.127	-0.557
Si	0.334	48.846	0.192	0.079	-0.27	-0.422
Si	1.877	52.345	-0.118	-0.183	-0.173	-0.114
Si	-0.082	54.654	0.497	-0.145	0.012	-0.253
Si	2.801	57.095	-0.284	-0.164	0.121	-0.078
Si	-0.449	60.534	-0.086	0.131	0.004	-0.275
Si	2.586	63.118	0.286	-0.105	0.032	-0.139
Si	5.202	0.134	-0.18	-0.074	0.085	0.039
Si	8.413	2.443	0.175	-0.02	-0.095	-0.198
Si	4.909	5.716	0.112	-0.08	0.081	0.007
Si	7.64	8.61	-0.219	-0.07	-0.229	-0.147
Si	5.495	10.857	0.246	-0.132	0.031	-0.072
Si	8.488	13.164	-0.111	-0.174	0.203	-0.022
Si	5.308	16.812	0.026	0.124	-0.037	-0.29
Si	8.054	19.552	-0.269	0.238	-0.233	-0.157
Si	5.024	21.985	0.236	-0.138	0.042	-0.05
Si	7.571	24.879	-0.203	-0.312	0.375	0.352
Si	5.46	27.195	0.31	-0.067	0.05	-0.113
Si	8.082	29.871	0.31	-0.013	0.003	-0.002
Si	5.992	32.171	0.022	-0.099	-0.054	0.219
Si	8.616	34.918	-0.205	-0.248	0.117	-0.037
Si	5.02	38.43	-0.257	0.17	-0.19	0.137
Si	8.579	40.338	-0.17	0.112	-0.193	0.132
Si	4.745	44.639	-0.079	-0.044	-0.106	-0.065
Si	7.719	46.784	0.011	0.095	0.128	-0.022
Si	5.703	49.203	0.095	-0.017	0.025	-0.068
Si	8.667	51.893	0.33	0.028	0.225	-0.241
Si	5.1	54.921	-0.032	0.15	-0.236	-0.108
Si	7.824	57.697	0.417	0.084	0.037	-0.266
Si	5.6	59.84	0.198	0.198	-0.126	-0.225
Si	8.327	62.755	-0.008	-0.021	-0.001	-0.024
Si	10.478	0.134	0.068	-0.033	0.131	-0.046
Si	13.266	2.9	-0.059	-0.012	-0.193	-0.371
Si	11.047	5.104	0.176	-0.152	0.051	-0.242
Si	14.013	7.95	-0.161	-0.089	0.012	0.113
Si	10.722	10.903	-0.156	0.101	0.014	0.119
Si	13.628	13.502	0.42	0.048	-0.165	-0.42
Si	11.47	15.676	0.044	0.12	-0.129	-0.029
Si	13.586	18.885	-0.299	-0.126	-0.162	0.488
Si	11.005	22.06	-0.014	0.098	-0.044	0.207
Si	13.517	25.086	0.023	0.05	0.185	0.152
Si	11.26	27.319	0.129	0.056	-0.142	-0.056
Si	14.036	30.171	0.23	0.124	-0.113	0.031
Si	10.935	32.678	-0.044	-0.009	-0.014	-0.021
Si	13.175	36.072	-0.07	-0.096	-0.049	-0.263
Si	10.852	38.248	0.327	-0.061	0.082	-0.266
Si	13.229	41.38	-0.174	-0.076	0.069	0.305
Si	10.877	43.515	-0.077	-0.131	0.077	0.277
Si	13.793	46.01	0.081	-0.032	0.084	-0.103
Si	10.805	49.604	0.194	0.019	-0.121	-0.363
Si	13.339	52.118	0.372	0.185	-0.126	-0.391
Si	11.325	54.493	0.31	-0.092	0.183	-0.179
Si	14.219	56.871	-0.004	-0.004	0.092	-0.256
Si	10.474	60.411	0.08	0.109	-0.092	-0.382
Si	13.779	62.848	0.06	0.018	-0.072	-0.109
Si	1.414	1.403	1.361	0.255	-0.039	-0.228
Si	3.901	4.067	1.438	0.133	-0.067	-0.307
Si	1.267	6.773	1.31	-0.04	-0.023	-0.195
Si	3.955	9.559	1.433	0.05	-0.089	-0.258
Si	1.244	12.408	1.495	-0.055	0.147	-0.286
Si	4.178	15.122	1.326	-0.172	0.039	-0.083
Si	1.134	17.752	1.183	0.001	0.06	-0.341
Si	3.925	20.415	1.536	-0.123	-0.09	-0.246
Si	1.097	23.314	1.374	0.1	-0.08	-0.054
Si	3.928	25.895	1.476	0.113	-0.111	-0.246
Si	1.523	28.735	1.399	0.011	0.004	-0.225
Si	4.297	31.221	1.415	0.123	-0.011	-0.34
Si	1.618	34.068	1.407	-0.15	0.258	-0.336
Si	4.114	36.896	1.303	-0.035	-0.046	-0.246
Si	1.354	39.437	1.427	-0.153	0.041	-0.139
Si	4.026	42.499	1.161	-0.068	0.136	-0.209
Si	1.19	45.182	1.736	-0.065	-0.075	-0.186
Si	4.091	48.09	1.561	0.245	0.037	-0.232
Si	1.251	50.616	1.475	0.047	0.071	-0.128
Si	3.871	53.275	1.171	-0.081	0.163	-0.106
Si	1.393	56.115	1.47	0.126	0.101	-0.273
Si	3.929	58.664	1.324	-0.036	-0.152	-0.298
Si	1.264	61.495	1.347	-0.148	0.001	-0.243
Si	4.127	64.356	1.464	0.046	0.107	-0.21
Si	6.74	1.275	1.33	-0.058	0.039	-0.197
Si	9.537	3.98	1.54	0.055	0.043	-0.198
Si	6.68	6.882	1.216	-0.051	0.078	-0.309
Si	9.431	9.486	1.207	-0.173	-0.016	-0.246
Si	6.873	12.293	1.429	0.09	-0.024	-0.164
Si	9.562	14.885	1.193	0.024	-0.133	-0.038
Si	6.797	18.087	1.318	-0.015	0.024	-0.152
Si	9.667	20.503	1.182	-0.105	0.221	-0.037
Si	6.726	23.228	1.325	0.056	0.014	-0.208
Si	9.464	25.987	1.167	0.055	0.045	-0.266
Si	6.814	28.527	1.696	0.018	-0.005	-0.246
Si	9.675	31.272	1.407	-0.197	-0.036	-0.205
Si	6.972	33.974	1.241	-0.034	-0.106	-0.141
Si	9.429	36.72	1.313	0.01	-0.197	-0.148
Si	6.789	39.466	1.137	-0.111	-0.015	-0.253
Si	9.392	42.218	1.225	0.175	0.001	-0.356
Si	6.559	45.299	1.406	-0.121	-0.068	-0.227
Si	9.54	47.842	1.239	-0.152	0.154	-0.125
Si	6.899	50.716	1.452	0.094	-0.132	-0.212
Si	9.713	53.434	1.693	0.013	-0.111	-0.303
Si	6.651	55.998	1.477	-0.086	-0.006	-0.124
Si	9.473	58.884	1.573	-0.023	-0.05	-0.132
Si	6.762	61.547	1.364	0.136	-0.064	-0.226
Si	9.41	64.24	1.489	0.082	-0.042	-0.293
Si	12.184	1.314	1.334	-0.192	0.007	-0.331
Si	15.004	4.06	1.133	-0.06	0.133	-0.132
Si	12.307	6.814	1.226	0.23	0.003	-0.245
Si	14.928	9.573	1.373	0.073	-0.067	-0.162
Si	12.163	12.053	1.445	-0.165	0.015	-0.357
Si	14.982	15.01	1.527	0.071	0.07	-0.41
Si	12.447	17.489	1.303	-0.121	0.106	-0.245
Si	14.69	20.493	1.301	-0.103	-0.054	-0.276
Si	12.433	23.333	1.33	-0.022	0.146	-0.199
Si	15.057	26.123	1.466	-0.163	0.045	-0.231
Si	12.415	28.863	1.482	0.091	-0.077	-0.242
Si	15.232	31.735	1.438	0.129	-0.048	-0.328
Si	12.346	34.146	1.212	0.056	0.159	-0.114
Si	14.871	36.889	1.426	0.166	-0.045	-0.081
Si	12.257	39.743	1.409	0.216	0.154	-0.3
Si	14.934	42.365	1.275	0.018	0.036	-0.171
Si	12.165	44.96	1.414	0.032	-0.103	-0.296
Si	14.925	47.779	1.317	0.106	-0.118	-0.102
Si	12.222	50.618	1.742	-0.011	0.074	-0.2
Si	14.963	53.228	1.685	-0.197	0.014	-0.223
Si	12.49	56.098	1.498	-0.037	-0.102	-0.22
Si	15.058	58.761	1.246	-0.107	-0.002	-0.094
Si	12.2	61.552	1.299	-0.031	-0.042	-0.109
Si	15.017	64.267	1.446	0.053	-0.047	-0.132
Si	-0.051	2.76	2.623	-0.04	0.003	-0.058
Si	2.74	0.074	2.804	0.008	0.022	0.132
Si	-0.035	8.222	2.688	0.03	0.073	-0.005
Si	2.552	5.426	2.765	-0.054	-0.037	0.169
Si	-0.068	13.708	2.896	0.229	0.058	0.258
Si	2.628	10.967	2.755	-0.047	-0.015	-0.007
Si	-0.19	19.153	2.618	0.097	-0.199	-0.173
Si	2.657	16.462	2.666	-0.064	0.009	-0.11
Si	-0.078	24.687	2.818	-0.039	0.017	0.034
Si	2.501	21.866	2.734	-0.019	-0.006	0.15
Si	0.164	30.21	2.733	0.066	0.034	0.042
Si	2.664	27.295	2.856	-0.054	0.014	0.055
Si	0.038	35.486	2.679	0.018	0.02	-0.207
Si	2.894	32.672	2.762	0.125	-0.15	-0.022
Si	-0.061	40.948	2.655	-0.08	0.013	-0.071
Si	2.753	38.165	2.772	0.044	-0.026	0.147
Si	-0.187	46.566	2.936	-0.161	0.008	0.201
Si	2.679	43.704	2.774	0.098	-0.078	0.073
Si	-0.088	51.844	2.945	-0.043	-0.056	0.201
Si	2.713	49.407	2.888	0.047	0.079	0.123
Si	0.033	57.527	2.764	-0.067	0.058	0.069
Si	2.692	54.643	2.776	0.119	-0.051	-0.014
Si	-0.042	62.87	2.784	0.026	-0.037	0.182
Si	2.637	60.106	2.695	0.061	0.12	0.008
Si	5.42	2.745	2.711	0.024	-0.001	-0.11
Si	8.049	-0.042	2.81	-0.092	0.032	0.114
Si	5.378	8.186	2.747	0.03	-0.008	0.023
Si	8.101	5.495	2.633	-0.141	0.097	-0.02
Si	5.49	13.725	2.703	-0.073	-0.027	-0.039
Si	8.183	10.869	2.742	0.078	-0.032	0.062
Si	5.431	19.2	2.835	-0.096	0.05	0.307
Si	8.19	16.468	2.52	0.133	-0.075	-0.185
Si	5.382	24.55	2.784	-0.065	-0.207	0.154
Si	8.237	21.869	2.605	-0.059	0.056	0.014
Si	5.511	29.967	2.952	-0.022	0.097	0.185
Si	8.287	27.214	2.851	0.13	-0.122	-0.01
Si	5.548	35.455	2.583	0.085	-0.098	-0.078
Si	8.283	32.697	2.751	0.009	-0.002	-0.001
Si	5.483	41.041	2.528	-0.054	0.026	-0.171
Si	8.054	38.123	2.656	0.01	-0.008	0.011
Si	5.366	46.613	2.9	0.002	0.073	0.221
Si	8.028	43.718	2.565	-0.002	0.073	-0.038
Si	5.371	52.027	2.688	-0.067	0.005	-0.16
Si	8.228	49.243	2.782	0.125	-0.042	-0.082
Si	5.306	57.38	2.818	-0.101	-0.094	0.126
Si	8.143	54.737	2.827	-0.056	0.012	0.107
Si	5.445	62.911	2.757	-0.012	-0.015	0.098
Si	8.109	60.245	2.866	0.003	0.16	0.197
Si	10.917	2.651	2.839	0.026	-0.1	0.216
Si	13.612	0.02	2.713	0	0.05	0.076
Si	10.858	8.144	2.589	0.042	0.043	-0.091
Si	13.674	5.446	2.638	-0.013	-0.025	-0.113
Si	10.844	13.567	2.723	-0.126	-0.036	0.139
Si	13.54	10.792	2.813	-0.032	-0.084	0.232
Si	10.969	19.024	2.551	0.186	0.011	-0.154
Si	13.683	16.362	2.874	0.062	0.038	0.256
Si	10.902	24.642	2.62	-0.134	0.1	-0.078
Si	13.592	21.903	2.777	-0.025	0.071	0.006
Si	11.007	30.07	2.856	0.034	-0.018	0.158
Si	13.71	27.446	2.838	0.033	0.085	0.231
Si	10.92	35.455	2.675	-0.046	-0.135	0.043
Si	13.738	32.938	2.745	-0.175	0.013	0.002
Si	10.815	41.028	2.743	0.015	0.066	0.135
Si	13.621	38.336	2.781	0.018	0.121	0.141
Si	10.847	46.451	2.677	0.015	0.088	0.055
Si	13.587	43.666	2.787	0.043	-0.092	0.036
Si	10.94	52.008	3.07	-0.042	0.11	0.373
Si	13.645	49.138	2.821	0.105	-0.087	0.057
Si	10.961	57.463	2.762	0.044	-0.064	-0.013
Si	13.677	54.707	2.966	-0.031	-0.016	0.264
Si	10.9	62.911	2.755	-0.003	-0.008	0.069
Si	13.591	60.1	2.659	0.039	0.053	-0.153
Si	1.228	4.076	4.123	0.053	0.139	0.008
Si	4.095	1.425	4.165	-0.08	-0.058	-0.093
Si	1.299	9.58	4.111	0.016	-0.042	0.013
Si	3.996	6.803	4.09	0.093	0.026	-0.096
Si	1.361	15.098	4.159	-0.03	-0.031	-0.166
Si	4.076	12.345	4.046	0.049	-0.021	0.067
Si	1.201	20.452	4.086	-0.05	0.221	-0.083
Si	4.029	17.786	4.107	-0.046	0.004	-0.065
Si	1.306	25.962	4.216	0.069	0.049	0.035
Si	3.986	23.169	4.122	0.048	0.112	-0.191
Si	1.481	31.455	4.201	-0.061	-0.07	-0.044
Si	4.079	28.617	4.224	-0.011	0.122	-0.011
Si	1.356	36.845	4.116	0.068	0.017	0.008
Si	4.214	34.133	4.06	-0.068	0.001	-0.071
Si	1.3	42.31	4.085	0.096	0	0.039
Si	4.125	39.656	4.006	-0.009	-0.008	-0.079
Si	1.327	47.918	4.194	-0.117	0.058	-0.095
Si	4.022	45.118	4.16	0.07	-0.023	-0.044
Si	1.316	53.303	4.194	0.081	-0.025	-0.075
Si	4.13	50.7	4.215	-0.175	-0.042	0.094
Si	1.353	58.827	4.189	-0.05	-0.064	-0.018
Si	4.027	55.991	4.219	0.053	0.034	-0.114
Si	1.349	64.274	4.122	-0.015	-0.007	-0.091
Si	4.038	61.507	4.055	-0.019	0.018	-0.024
Si	6.779	4.137	4.055	-0.001	-0.058	0.062
Si	9.481	1.32	4.151	0.076	0.042	-0.048
Si	6.774	9.551	4.113	0.005	-0.081	-0.114
Si	9.505	6.82	4.009	-0.004	-0.018	0.073
Si	6.849	15.125	4.008	-0.094	-0.024	0.068
Si	9.498	12.255	4.146	0.066	0.044	-0.136
Si	6.853	20.581	4.088	0	-0.109	-0.038
Si	9.566	17.744	3.975	-0.053	-0.012	0.059
Si	6.82	25.89	4.154	0.016	-0.045	-0.056
Si	9.559	23.246	4.035	0.157	-0.049	-0.1
Si	6.905	31.398	4.2	0.011	-0.031	-0.114
Si	9.627	28.666	4.169	-0.058	-0.018	0.027
Si	6.786	36.8	4.098	0.053	0.1	-0.02
Si	9.602	34.115	4.13	0.068	-0.013	-0.148
Si	6.774	42.359	4.033	-0.034	-0.035	-0.004
Si	9.467	39.554	4.026	-0.007	0.063	-0.086
Si	6.84	47.91	4.205	0.004	-0.042	-0.073
Si	9.453	45.07	4.008	0.03	-0.009	-0.012
Si	6.768	53.331	4.135	-0.007	0.062	0.042
Si	9.533	50.567	4.272	-0.055	0.007	-0.085
Si	6.733	58.793	4.152	-0.022	0.059	-0.101
Si	9.56	56.105	4.139	-0.032	-0.011	0.051
Si	6.762	64.224	4.207	0.051	0.068	-0.057
Si	9.554	61.573	4.183	-0.122	-0.031	-0.053
Si	12.309	4.104	4.089	0.028	-0.032	-0.067
Si	15.007	1.399	4.037	-0.038	-0.007	0.022
Si	12.144	9.465	4.116	0.092	0.136	-0.006
Si	15	6.841	4.056	-0.053	-0.047	-0.093
Si	12.233	14.965	4.101	-0.088	-0.008	-0.073
Si	14.925	12.26	4.13	0.036	-0.006	-0.076
Si	12.215	20.463	4.035	0.006	0.028	0.009
Si	15.019	17.795	4.144	-0.089	0.029	-0.017
Si	12.269	26.002	4.088	0.023	0.02	-0.162
Si	14.986	23.244	4.125	0.065	-0.038	0.058
Si	12.383	31.505	4.118	-0.036	0.025	0.039
Si	15.144	28.816	4.128	-0.076	-0.089	-0.139
Si	12.244	36.899	4.076	0.056	-0.049	-0.109
Si	15.092	34.225	4.145	0.027	-0.064	0.029
Si	12.208	42.339	4.165	0.023	-0.003	-0.086
Si	15.022	39.655	4.134	0	-0.076	-0.025
Si	12.228	47.773	4.13	-0.028	-0.012	-0.008
Si	14.926	45.065	4.207	-0.083	0.126	-0.031
Si	12.321	53.373	4.366	-0.008	-0.012	-0.115
Si	14.967	50.48	4.271	0.06	0.055	-0.013
Si	12.294	58.806	4.153	-0.011	0.011	0.032
Si	15.101	56.121	4.189	-0.058	-0.052	-0.069
Si	12.275	64.279	4.111	-0.033	-0.052	-0.001
Si	14.963	61.477	4.093	0.11	0.05	-0.105
Si	-0.041	0.033	5.445	0.018	-0.025	-0.059
Si	2.672	2.771	5.48	0.024	-0.022	-0.026
Si	-0.068	5.497	5.474	-0.03	-0.024	-0.025
Si	2.686	8.219	5.462	-0.018	0.014	-0.023
Si	-0.066	10.941	5.478	-0.017	-0.036	0.01
Si	2.734	13.693	5.464	-0.065	0.026	0.002
Si	-0.032	16.437	5.511	0.102	0.035	-0.003
Si	2.643	19.143	5.455	0.063	-0.039	-0.034
Si	-0.083	21.852	5.493	0.037	0.001	-0.044
Si	2.693	24.568	5.52	-0.002	-0.03	-0.014
Si	-0.015	27.377	5.54	0.033	0.046	-0.03
Si	2.767	30.04	5.569	-0.003	-0.036	0.008
Si	0.05	32.828	5.505	0.006	0.013	-0.043
Si	2.787	35.495	5.443	-0.081	-0.081	-0.048
Si	0.007	38.264	5.474	-0.014	0.018	-0.048
Si	2.731	40.973	5.439	-0.031	0.01	-0.068
Si	-0.03	43.705	5.497	-0.031	-0.013	-0.063
Si	2.682	46.494	5.527	-0.011	-0.062	0.053
Si	-0.024	49.196	5.629	0.01	0.029	0.033
Si	2.715	51.992	5.589	0.084	0.044	-0.028
Si	-0.001	54.705	5.563	0.023	0.022	0.022
Si	2.688	57.413	5.546	-0.016	-0.036	-0.026
Si	-0.047	60.178	5.515	-0.015	0.012	-0.049
Si	2.714	62.889	5.469	-0.038	0.015	-0.053
Si	5.427	0.022	5.522	-0.02	-0.008	-0.005
Si	8.148	2.771	5.455	0.019	0.014	-0.039
Si	5.407	5.475	5.453	-0.055	-0.017	-0.056
Si	8.171	8.186	5.444	-0.038	0.044	-0.073
Si	5.421	10.97	5.446	-0.002	-0.017	-0.038
Si	8.141	13.706	5.434	0.051	-0.012	-0.037
Si	5.442	16.421	5.432	-0.019	-0.003	-0.032
Si	8.206	19.132	5.395	-0.025	0.034	-0.07
Si	5.43	21.863	5.473	-0.004	0.038	-0.014
Si	8.206	24.546	5.49	-0.105	-0.019	-0.067
Si	5.481	27.269	5.537	0.029	0.005	0.025
Si	8.259	30.023	5.537	-0.003	0.036	0.009
Si	5.526	32.797	5.51	0.064	-0.008	-0.023
Si	8.219	35.506	5.472	-0.026	-0.058	-0.071
Si	5.455	38.263	5.424	0.008	-0.026	-0.044
Si	8.152	40.979	5.413	0.005	0.008	-0.032
Si	5.439	43.731	5.467	-0.03	0.018	-0.052
Si	8.186	46.45	5.496	-0.072	0.029	-0.079
Si	5.462	49.268	5.564	0.055	0.019	-0.052
Si	8.135	51.969	5.555	-0.054	-0.133	-0.05
Si	5.448	54.677	5.565	-0.001	0.042	-0.033
Si	8.167	57.452	5.501	0.047	0.051	-0.012
Si	5.391	60.178	5.499	0.012	-0.045	-0.032
Si	8.18	62.907	5.55	0.045	0.032	0.002
Si	10.899	-0.005	5.498	-0.04	-0.047	-0.021
Si	13.67	2.75	5.461	0.007	0.045	-0.048
Si	10.896	5.482	5.415	-0.005	-0.03	-0.078
Si	13.607	8.178	5.447	-0.061	-0.088	-0.036
Si	10.873	10.906	5.497	-0.041	-0.003	-0.02
Si	13.595	13.644	5.493	-0.025	-0.032	0.044
Si	10.88	16.388	5.427	0.032	-0.016	-0.046
Si	13.6	19.149	5.461	0.06	-0.031	-0.074
Si	10.894	21.853	5.428	-0.116	-0.035	-0.07
Si	13.62	24.61	5.468	-0.067	0.013	-0.013
Si	10.964	27.323	5.535	0.024	-0.022	-0.014
Si	13.729	30.126	5.496	0.063	0.04	-0.038
Si	10.987	32.799	5.516	-0.017	0.034	-0.046
Si	13.673	35.578	5.471	0.046	0.087	-0.037
Si	10.879	38.259	5.444	-0.028	-0.035	0.006
Si	13.631	40.994	5.503	-0.026	-0.006	0
Si	10.839	43.755	5.467	0.044	-0.038	-0.063
Si	13.577	46.441	5.557	-0.008	-0.092	0.012
Si	10.923	49.165	5.56	0.039	0.06	-0.034
Si	13.668	51.921	5.623	0.001	0.001	0.082
Si	10.888	54.753	5.594	-0.014	-0.065	0
Si	13.679	57.453	5.534	-0.01	-0.004	-0.071
Si	10.923	60.177	5.518	-0.009	0.005	-0.05
Si	13.641	62.893	5.469	-0.033	-0.016	-0.044
Si	1.324	1.388	6.831	0.014	-0.005	-0.014
Si	4.048	4.134	6.838	0.008	0.032	-0.019
Si	1.319	6.862	6.828	0.019	0	-0.013
Si	4.059	9.6	6.819	0.017	-0.007	-0.009
Si	1.33	12.327	6.814	0.027	0.008	-0.022
Si	4.091	15.059	6.831	0.035	-0.059	0
Si	1.326	17.791	6.871	-0.04	-0.026	0.036
Si	4.049	20.489	6.817	-0.005	0.005	0.004
Si	1.312	23.201	6.857	0.041	-0.012	0.016
Si	4.088	25.918	6.88	0.014	-0.013	-0.003
Si	1.375	28.696	6.913	0.001	-0.001	0.019
Si	4.151	31.431	6.88	-0.01	-0.018	-0.01
Si	1.42	34.179	6.865	0.025	-0.016	-0.03
Si	4.112	36.899	6.823	-0.028	0.058	-0.024
Si	1.383	39.618	6.843	0.03	-0.029	-0.008
Si	4.081	42.353	6.833	-0.014	0.022	-0.003
Si	1.332	45.085	6.878	-0.003	0.067	-0.005
Si	4.084	47.854	6.891	-0.005	-0.006	-0.013
Si	1.364	50.591	6.949	-0.04	-0.005	-0.011
Si	4.093	53.334	6.957	-0.045	0.003	0.014
Si	1.357	56.059	6.939	-0.014	-0.007	0.013
Si	4.065	58.794	6.885	0.03	0.026	-0.001
Si	1.341	61.546	6.853	-0.008	0.036	0.001
Si	4.064	64.265	6.852	0	0.011	-0.005
Si	6.808	1.405	6.849	-0.003	-0.001	-0.019
Si	9.54	4.128	6.809	-0.006	-0.018	-0.021
Si	6.788	6.846	6.813	0.039	-0.014	0.007
Si	9.501	9.561	6.847	0.006	0.019	0.032
Si	6.784	12.339	6.819	-0.053	0.04	-0.007
Si	9.512	15.049	6.818	-0.001	-0.011	0.009
Si	6.814	17.793	6.791	-0.013	-0.006	-0.019
Si	9.541	20.485	6.807	0.02	0.022	0.027
Si	6.813	23.205	6.847	-0.01	0.016	0.035
Si	9.571	25.934	6.852	0.011	0.038	0.011
Si	6.861	28.662	6.875	-0.023	0.021	-0.005
Si	9.62	31.422	6.877	0.019	-0.043	0.013
Si	6.877	34.164	6.872	-0.013	-0.022	0.031
Si	9.558	36.894	6.842	0.02	0.032	0.013
Si	6.815	39.624	6.818	0.013	-0.004	-0.006
Si	9.51	42.349	6.824	0.028	-0.01	-0.012
Si	6.81	45.088	6.86	0.021	-0.004	-0.002
Si	9.549	47.797	6.905	0.051	-0.029	0.009
Si	6.819	50.598	6.955	-0.02	0.049	0.031
Si	9.533	53.33	6.915	-0.01	0.076	-0.017
Si	6.829	56.071	6.891	0.014	-0.043	-0.021
Si	9.551	58.806	6.875	-0.04	0.012	-0.027
Si	6.796	61.524	6.867	0.021	0.001	-0.019
Si	9.554	64.275	6.891	0.006	0.004	0.004
Si	12.287	1.388	6.823	-0.014	0.009	-0.009
Si	15.002	4.128	6.843	-0.028	0.021	0.038
Si	12.247	6.834	6.82	0.053	0.006	0.011
Si	14.97	9.566	6.819	0.019	0.066	-0.022
Si	12.235	12.287	6.856	0.042	0.009	0.01
Si	14.983	15.042	6.827	0.004	-0.023	-0.008
Si	12.247	17.756	6.813	-0.021	0.004	-0.007
Si	14.96	20.496	6.855	-0.031	0.053	0.009
Si	12.264	23.212	6.82	0.044	0.024	-0.022
Si	15.002	25.969	6.845	-0.025	0.05	-0.002
Si	12.352	28.721	6.85	0.013	-0.033	-0.019
Si	15.085	31.471	6.879	-0.021	-0.049	-0.019
Si	12.338	34.195	6.859	-0.024	-0.036	0.009
Si	15.045	36.922	6.856	-0.041	0.015	-0.008
Si	12.263	39.614	6.838	0.059	0	0.001
Si	15.012	42.349	6.874	-0.012	0.03	0.027
Si	12.219	45.068	6.899	-0.018	0.108	0.012
Si	14.987	47.798	6.925	0.042	-0.016	-0.007
Si	12.282	50.542	6.943	-0.006	0.021	-0.016
Si	15.052	53.317	6.936	0.01	-0.029	-0.013
Si	12.309	56.092	6.918	-0.033	0.008	-0.013
Si	15.034	58.809	6.906	-0.003	-0.007	0.02
Si	12.295	61.542	6.872	-0.012	0.027	-0.006
Si	15.014	64.28	6.821	0.017	0.004	-0.014
Si	-0.018	2.775	8.198	0.004	0.008	0.006
Si	2.702	0.028	8.191	-0.035	-0.036	0.006
Si	-0.042	8.236	8.186	-0.033	-0.033	0.006
Si	2.701	5.517	8.198	0.021	-0.008	0.015
Si	-0.036	13.694	8.189	-0.007	-0.003	-0.001
Si	2.697	10.97	8.189	-0.018	-0.01	0.013
Si	-0.061	19.143	8.22	0.039	-0.007	-0.001
Si	2.71	16.416	8.205	0.006	0.026	-0.005
Si	-0.038	24.591	8.21	0.012	-0.019	-0.015
Si	2.697	21.844	8.211	0.023	0.043	-0.01
Si	0.014	30.079	8.249	-0.004	-0.021	-0.004
Si	2.738	27.3	8.242	0.022	0.036	0.001
Si	0.028	35.551	8.212	0.019	0	0.001
Si	2.774	32.802	8.231	-0.028	-0.014	0.005
Si	0.007	40.988	8.221	-0.021	0.004	0.001
Si	2.751	38.256	8.215	-0.034	-0.016	0.019
Si	-0.027	46.439	8.271	-0.038	-0.042	0.012
Si	2.729	43.722	8.23	0.013	0.007	0.006
Si	0.005	51.958	8.314	0.05	0.05	0.016
Si	2.734	49.207	8.293	-0.007	-0.005	-0.005
Si	-0.011	57.437	8.279	-0.019	-0.047	0.002
Si	2.732	54.708	8.311	0.044	0.021	0.006
Si	-0.018	62.93	8.204	0.021	0.007	-0.005
Si	2.702	60.175	8.233	-0.015	-0.034	-0.01
Si	5.435	2.779	8.193	-0.028	-0.043	0.007
Si	8.186	0.043	8.212	0.048	0.023	0.009
Si	5.439	8.24	8.186	0	0.013	0
Si	8.177	5.501	8.18	-0.011	-0.008	-0.004
Si	5.435	13.696	8.211	-0.026	-0.01	0.025
Si	8.149	10.967	8.197	0.017	-0.013	-0.002
Si	5.433	19.135	8.18	-0.028	-0.009	0.002
Si	8.157	16.426	8.188	-0.014	-0.029	-0.003
Si	5.463	24.562	8.232	0.013	0.026	0.001
Si	8.177	21.836	8.2	-0.068	-0.039	-0.005
Si	5.507	30.047	8.235	0.027	0.004	0
Si	8.223	27.298	8.233	-0.025	-0.007	-0.004
Si	5.496	35.548	8.207	0.033	-0.024	-0.008
Si	8.245	32.794	8.232	-0.015	0.001	-0.012
Si	5.461	40.995	8.209	-0.037	-0.023	0.007
Si	8.2	38.277	8.202	0.013	-0.002	0.003
Si	5.463	46.472	8.248	-0.013	-0.001	-0.003
Si	8.18	43.722	8.231	-0.012	0.005	0.003
Si	5.458	51.962	8.317	-0.004	-0.03	0.001
Si	8.205	49.197	8.278	-0.016	-0.002	-0.016
Si	5.457	57.441	8.251	0.015	0.019	-0.011
Si	8.188	54.709	8.276	-0.012	-0.022	0.01
Si	5.445	62.912	8.215	0.016	0.009	0.002
Si	8.183	60.172	8.233	0	-0.01	0.011
Si	10.923	2.773	8.18	0.004	0	-0.013
Si	13.659	0.028	8.197	-0.029	-0.016	-0.008
Si	10.901	8.219	8.195	-0.01	0.014	-0.003
Si	13.635	5.501	8.193	-0.061	-0.053	0.006
Si	10.877	13.685	8.2	-0.001	0.008	-0.004
Si	13.633	10.946	8.2	-0.014	0.004	0.01
Si	10.898	19.128	8.192	0.006	0.009	-0.005
Si	13.619	16.406	8.199	0.011	-0.008	-0.005
Si	10.923	24.568	8.217	-0.038	-0.009	-0.01
Si	13.618	21.867	8.219	0.018	-0.018	0.01
Si	10.984	30.06	8.237	-0.019	0.025	-0.003
Si	13.671	27.333	8.232	0.007	0.003	-0.009
Si	10.952	35.551	8.217	0.025	0.003	-0.009
Si	13.704	32.828	8.233	0.024	0.001	0.005
Si	10.913	41.005	8.203	-0.005	0	0.001
Si	13.666	38.281	8.218	-0.005	-0.034	0.02
Si	10.908	46.45	8.292	0	-0.013	0.017
Si	13.639	43.716	8.243	0.015	-0.017	-0.002
Si	10.92	51.948	8.272	-0.001	-0.066	0.006
Si	13.658	49.185	8.303	0.006	0.024	0.01
Si	10.93	57.455	8.257	0.031	-0.008	0.01
Si	13.672	54.694	8.276	-0.012	-0.036	-0.003
Si	10.934	62.909	8.238	-0.026	-0.012	0.014
Si	13.666	60.185	8.247	0.018	0.006	0.001
Si	1.346	4.15	9.562	0.023	0.003	0
Si	4.074	1.404	9.543	0.033	0.014	-0.021
Si	1.323	9.61	9.552	0.02	0.018	0
Si	4.07	6.888	9.562	-0.001	-0.005	-0.001
Si	1.328	15.059	9.568	0.006	-0.009	0.003
Si	4.055	12.336	9.573	0.024	0.017	0.001
Si	1.321	20.495	9.583	-0.02	-0.011	0.017
Si	4.069	17.784	9.572	0.021	-0.036	0.002
Si	1.351	25.936	9.584	0.004	0.008	0.014
Si	4.077	23.2	9.578	-0.005	-0.011	0.015
Si	1.401	31.435	9.591	0.005	-0.015	0.009
Si	4.127	28.671	9.58	-0.033	0.006	0.008
Si	1.388	36.903	9.6	-0.02	0.004	-0.001
Si	4.143	34.174	9.583	-0.027	0.003	-0.008
Si	1.368	42.351	9.609	-0.004	0.015	0
Si	4.111	39.626	9.593	0.005	-0.013	-0.013
Si	1.353	47.817	9.633	0.004	0.008	-0.001
Si	4.096	45.093	9.614	0.003	0.007	-0.006
Si	1.377	53.327	9.674	-0.006	-0.01	0.007
Si	4.103	50.573	9.666	0.012	0.023	0.01
Si	1.366	58.808	9.625	0.001	0.014	0.002
Si	4.112	56.083	9.649	-0.004	-0.001	0.001
Si	1.352	64.297	9.563	0.009	0.028	-0.002
Si	4.088	61.541	9.579	0	0.011	-0.004
Si	6.81	4.146	9.551	0.006	-0.006	-0.009
Si	9.565	1.413	9.557	-0.017	-0.004	0.001
Si	6.79	9.61	9.577	-0.009	0.017	-0.002
Si	9.537	6.868	9.561	-0.005	-0.005	-0.001
Si	6.793	15.071	9.576	0.019	-0.009	-0.007
Si	9.517	12.329	9.578	-0.002	0.009	-0.005
Si	6.791	20.493	9.568	0.03	0.015	0.009
Si	9.526	17.777	9.569	-0.002	0.012	-0.001
Si	6.841	25.933	9.583	-0.01	0.027	0.014
Si	9.544	23.202	9.573	0.019	0.018	-0.003
Si	6.88	31.42	9.59	0.006	-0.006	0.011
Si	9.604	28.676	9.582	0.015	0	0.009
Si	6.859	36.909	9.585	-0.022	0.024	-0.006
Si	9.606	34.173	9.592	0.004	-0.02	-0.001
Si	6.824	42.357	9.602	0.015	0.02	-0.004
Si	9.569	39.636	9.584	0.002	0.004	-0.012
Si	6.838	47.827	9.643	0.003	0.013	-0.005
Si	9.547	45.073	9.639	0.015	0.028	0.004
Si	6.84	53.34	9.655	-0.003	0.016	0.005
Si	9.579	50.567	9.648	0.005	0.024	-0.001
Si	6.836	58.802	9.609	0.02	0.003	-0.007
Si	9.583	56.066	9.622	0	-0.012	-0.002
Si	6.82	64.292	9.559	-0.004	0.004	-0.005
Si	9.565	61.535	9.59	0.001	0.019	-0.008
Si	12.281	4.143	9.556	0.035	0.02	-0.002
Si	15.028	1.409	9.558	0.022	0.009	-0.007
Si	12.269	9.592	9.561	0.016	0.012	0.003
Si	15.005	6.877	9.552	0.019	0.01	-0.011
Si	12.252	15.045	9.572	-0.016	-0.021	0.004
Si	15.004	12.327	9.553	0.016	-0.007	0.007
Si	12.259	20.489	9.577	-0.007	0.003	0.003
Si	14.988	17.766	9.581	-0.02	0.004	0.012
Si	12.294	25.947	9.575	0.003	0.006	0.004
Si	15.005	23.225	9.577	-0.008	0.031	0.011
Si	12.346	31.44	9.594	0.01	-0.01	0
Si	15.054	28.69	9.59	-0.002	0.006	0.006
Si	12.319	36.911	9.592	0.018	0.008	-0.002
Si	15.079	34.186	9.593	-0.002	-0.009	-0.008
Si	12.284	42.346	9.611	0.025	0.007	0.002
Si	15.043	39.634	9.6	0.013	0.012	0.001
Si	12.293	47.813	9.658	0	-0.002	0.003
Si	15.016	45.068	9.629	0.008	0.05	0.005
Si	12.312	53.308	9.636	-0.004	0.029	0.005
Si	15.041	50.565	9.653	-0.017	-0.007	0.012
Si	12.311	58.81	9.613	-0.044	0.016	-0.002
Si	15.046	56.053	9.644	-0.006	0.029	-0.007
Si	12.31	64.288	9.58	-0.011	0.005	-0.002
Si	15.047	61.556	9.588	-0.024	0.009	-0.01
Si	0.004	0.054	10.921	-0.015	-0.002	0.005
Si	2.731	2.787	10.912	0.009	-0.027	0.004
Si	-0.013	5.538	10.915	-0.038	-0.036	0.006
Si	2.696	8.26	10.925	-0.008	0.004	0.004
Si	-0.031	10.98	10.928	-0.019	0.001	0.004
Si	2.684	13.698	10.947	-0.003	-0.013	0.006
Si	-0.034	16.419	10.954	0.009	-0.018	0.007
Si	2.693	19.136	10.949	0	0.015	-0.003
Si	-0.035	21.865	10.951	0.016	0.013	-0.007
Si	2.718	24.565	10.944	0.017	0	-0.013
Si	0.002	27.312	10.951	0.006	0.012	-0.001
Si	2.764	30.045	10.931	0.015	-0.009	-0.008
Si	0.035	32.803	10.951	0.009	-0.008	0.003
Si	2.772	35.531	10.955	0.008	-0.022	-0.007
Si	0.014	38.269	10.97	-0.003	-0.014	-0.004
Si	2.747	40.987	10.981	0.002	-0.007	0.002
Si	-0.008	43.706	10.991	-0.022	0.005	0.002
Si	2.728	46.452	11.001	0	0.02	-0.009
Si	0.002	49.192	11.014	0.019	0.004	0
Si	2.748	51.953	11.029	0.003	-0.017	0.005
Si	0.01	54.698	11.031	0	-0.007	0.008
Si	2.741	57.455	11.005	0.014	0.007	0.001
Si	0.005	60.194	10.967	0.008	-0.01	0.004
Si	2.734	62.937	10.918	-0.012	-0.022	0.001
Si	5.456	0.051	10.898	-0.031	-0.005	0.002
Si	8.198	2.793	10.906	0.003	-0.008	0.001
Si	5.454	5.525	10.918	0.021	-0.01	-0.002
Si	8.185	8.249	10.932	0.029	-0.007	-0.01
Si	5.419	10.979	10.953	-0.009	-0.01	0.005
Si	8.155	13.707	10.948	-0.023	0.026	-0.011
Si	5.423	16.428	10.954	-0.021	-0.002	0.017
Si	8.155	19.138	10.94	-0.03	-0.015	-0.019
Si	5.434	21.848	10.96	-0.016	0.017	0.013
Si	8.191	24.566	10.953	-0.021	0.011	-0.004
Si	5.485	27.3	10.947	0.022	0.007	0.001
Si	8.248	30.048	10.949	-0.017	0.004	-0.009
Si	5.512	32.798	10.942	0.007	0	-0.002
Si	8.245	35.552	10.952	-0.014	-0.018	0.003
Si	5.498	38.272	10.959	0.008	-0.008	-0.006
Si	8.218	41.005	10.966	0.005	-0.013	-0.003
Si	5.479	43.736	10.987	-0.027	-0.005	-0.006
Si	8.216	46.465	11.02	-0.006	-0.037	-0.002
Si	5.486	49.209	11.019	-0.009	-0.015	0
Si	8.226	51.964	10.997	-0.029	-0.021	-0.007
Si	5.486	54.72	11.015	-0.008	-0.01	0.007
Si	8.221	57.444	10.974	-0.015	-0.016	-0.016
Si	5.459	60.181	10.951	0.024	-0.003	-0.006
Si	8.191	62.923	10.92	0.017	0.015	0.003
Si	10.94	0.047	10.92	0.006	-0.003	0.003
Si	13.679	2.805	10.913	-0.079	-0.019	-0.009
Si	10.932	5.527	10.92	-0.018	-0.031	0.003
Si	13.659	8.255	10.924	-0.029	-0.009	0.014
Si	10.921	10.974	10.928	-0.018	-0.01	0.005
Si	13.644	13.691	10.932	0.006	0.012	0
Si	10.893	16.419	10.947	0	0.003	-0.01
Si	13.631	19.136	10.951	0.02	-0.007	-0.008
Si	10.901	21.849	10.953	-0.008	-0.014	-0.003
Si	13.653	24.589	10.95	0.001	0.008	-0.012
Si	10.945	27.302	10.96	-0.004	0.007	-0.001
Si	13.699	30.054	10.956	0.018	-0.018	-0.002
Si	10.976	32.804	10.956	-0.01	-0.007	0.001
Si	13.701	35.548	10.953	-0.004	-0.007	0.001
Si	10.957	38.285	10.956	0.013	-0.031	-0.005
Si	13.674	40.993	10.983	0.003	-0.006	0.011
Si	10.941	43.723	11.002	-0.016	0.01	0.005
Si	13.673	46.447	11.011	0.007	-0.005	0.002
Si	10.957	49.206	11.027	0.019	-0.008	0.014
Si	13.687	51.944	11.021	0.01	-0.025	0.006
Si	10.957	54.696	10.989	-0.005	-0.001	0.003
Si	13.681	57.439	10.98	0.006	-0.028	-0.003
Si	10.945	60.18	10.963	0.018	-0.017	0.005
Si	13.689	62.927	10.947	0.019	-0.006	0.001
Si	1.374	1.428	12.28	0.002	0.002	0.003
Si	4.092	4.157	12.279	-0.005	-0.018	-0.009
Si	1.33	6.911	12.3	0.043	-0.016	0.009
Si	4.037	9.622	12.319	0.015	-0.004	0.009
Si	1.315	12.338	12.32	0.017	0.028	-0.002
Si	4.033	15.077	12.32	0.036	0.002	-0.02
Si	1.323	17.793	12.337	0.005	-0.021	0.009
Si	4.046	20.499	12.329	-0.005	-0.036	-0.002
Si	1.348	23.214	12.319	-0.012	0.016	0.026
Si	4.108	25.921	12.295	-0.029	0.03	0.01
Si	1.397	28.674	12.291	0.006	0.029	0.017
Si	4.144	31.405	12.281	-0.058	-0.016	-0.004
Si	1.417	34.148	12.318	0	0.024	0.013
Si	4.147	36.89	12.322	-0.012	0.014	-0.015
Si	1.383	39.616	12.361	-0.032	-0.007	-0.005
Si	4.122	42.355	12.351	0.025	0.047	-0.004
Si	1.354	45.076	12.367	0.003	-0.018	0.003
Si	4.102	47.831	12.364	0.01	0.001	-0.011
Si	1.375	50.57	12.375	-0.014	0.008	-0.001
Si	4.125	53.341	12.373	0.023	0.013	-0.006
Si	1.387	56.08	12.38	0.013	0.01	-0.008
Si	4.118	58.831	12.356	-0.019	0.003	0.006
Si	1.393	61.574	12.297	0.018	0.029	-0.005
Si	4.103	64.315	12.263	0.06	0.042	-0.009
Si	6.827	1.421	12.249	0.014	-0.003	-0.018
Si	9.564	4.164	12.268	-0.026	-0.003	-0.024
Si	6.814	6.89	12.297	-0.016	-0.013	-0.022
Si	9.574	9.606	12.296	-0.023	0.028	-0.02
Si	6.779	12.357	12.323	0.026	0.012	-0.017
Si	9.52	15.069	12.323	0.002	-0.042	-0.003
Si	6.78	17.801	12.323	0.076	0.003	-0.012
Si	9.513	20.499	12.316	0	0.005	-0.001
Si	6.806	23.22	12.323	0.022	-0.001	0.01
Si	9.566	25.928	12.317	-0.002	-0.01	0.016
Si	6.871	28.669	12.292	0.014	0.002	0.002
Si	9.624	31.413	12.314	0.019	0.033	0.001
Si	6.886	34.168	12.303	0.006	-0.019	0.001
Si	9.616	36.915	12.332	0.037	0.06	-0.005
Si	6.871	39.632	12.331	-0.04	-0.032	-0.003
Si	9.585	42.351	12.369	-0.02	0	-0.007
Si	6.853	45.093	12.383	0.016	0.042	-0.001
Si	9.604	47.831	12.397	-0.03	0.006	0.01
Si	6.872	50.599	12.365	0.025	0.037	-0.012
Si	9.606	53.324	12.364	0.006	-0.007	0.006
Si	6.875	56.088	12.361	0.038	0.042	-0.008
Si	9.598	58.801	12.333	0.007	0.008	0.005
Si	6.828	61.562	12.29	-0.031	-0.03	0.006
Si	9.566	64.295	12.267	-0.018	-0.015	0
Si	12.321	1.43	12.258	0.07	0.049	-0.025
Si	15.044	4.182	12.286	0.063	0.049	-0.004
Si	12.309	6.893	12.289	0.001	0.009	-0.009
Si	15.019	9.622	12.302	0.023	0.017	-0.001
Si	12.298	12.322	12.313	-0.017	-0.005	0.011
Si	15.006	15.05	12.317	-0.033	-0.016	-0.005
Si	12.264	17.779	12.324	-0.041	-0.002	0.015
Si	15.001	20.505	12.318	0.003	-0.014	0.011
Si	12.283	23.216	12.306	-0.006	0.018	-0.004
Si	15.034	25.946	12.314	0	0	0.01
Si	12.337	28.665	12.309	-0.025	0.021	0.003
Si	15.082	31.418	12.306	-0.024	-0.034	0.015
Si	12.347	34.172	12.318	0.05	0.015	-0.004
Si	15.057	36.904	12.341	0.002	-0.025	-0.011
Si	12.318	39.625	12.361	0.013	0.016	-0.017
Si	15.038	42.346	12.376	0.019	0	0.006
Si	12.319	45.082	12.386	0.022	0.045	-0.016
Si	15.042	47.817	12.38	-0.013	-0.006	-0.004
Si	12.34	50.567	12.403	-0.023	-0.002	0.017
Si	15.066	53.307	12.397	0.008	0.043	0.006
Si	12.336	56.059	12.349	-0.001	0.016	-0.006
Si	15.056	58.812	12.33	-0.032	-0.003	-0.026
Si	12.333	61.544	12.307	-0.05	0.017	-0.011
Si	15.07	64.305	12.287	-0.016	0.001	-0.001
Si	0.028	2.826	13.632	-0.048	-0.037	0.001
Si	2.754	0.059	13.63	0.007	-0.01	-0.01
Si	-0.024	8.286	13.692	-0.066	0.005	0.018
Si	2.711	5.53	13.629	0.004	0.021	-0.033
Si	-0.052	13.685	13.707	0.02	-0.004	-0.012
Si	2.653	10.97	13.711	0.009	0.018	0.032
Si	-0.029	19.179	13.711	-0.062	0.025	-0.003
Si	2.679	16.431	13.721	0.024	-0.016	0.01
Si	-0.014	24.579	13.68	-0.011	0.006	-0.048
Si	2.695	21.86	13.718	0.016	0.011	-0.003
Si	0.053	30.048	13.662	0.023	-0.055	-0.008
Si	2.756	27.293	13.645	0.025	-0.01	-0.044
Si	0.045	35.523	13.665	-0.036	0.018	-0.014
Si	2.789	32.752	13.663	0.084	-0.054	0.003
Si	-0.005	40.964	13.744	0.004	0.032	0.004
Si	2.79	38.247	13.702	0.038	-0.056	0.013
Si	-0.014	46.439	13.75	-0.011	0.086	-0.005
Si	2.733	43.701	13.72	0.008	0.003	-0.018
Si	0.039	51.936	13.771	0.032	-0.08	0.024
Si	2.744	49.208	13.735	0.018	-0.027	0.014
Si	0.02	57.473	13.719	-0.008	-0.002	0.031
Si	2.762	54.707	13.743	0.002	0.031	0.022
Si	0.051	62.955	13.655	0.002	-0.017	0.014
Si	2.762	60.245	13.691	-0.02	-0.033	0.029
Si	5.49	2.799	13.625	0.02	-0.016	0.015
Si	8.186	0.046	13.602	-0.035	0.064	0.029
Si	5.422	8.246	13.654	0.028	0.012	-0.001
Si	8.223	5.542	13.643	0.017	-0.058	0.044
Si	5.379	13.713	13.696	-0.007	0.024	0.028
Si	8.199	10.985	13.63	0.032	-0.047	-0.02
Si	5.407	19.152	13.707	-0.027	0.006	-0.01
Si	8.138	16.44	13.689	-0.089	0.041	-0.005
Si	5.446	24.576	13.709	-0.01	0.024	0.023
Si	8.153	21.859	13.698	0.017	-0.003	-0.012
Si	5.509	30.039	13.64	-0.005	0.018	-0.01
Si	8.202	27.295	13.68	-0.036	0.077	0
Si	5.531	35.528	13.68	-0.05	0.015	0.043
Si	8.262	32.801	13.659	-0.035	-0.013	-0.005
Si	5.525	41.003	13.709	0.006	-0.023	-0.008
Si	8.258	38.288	13.702	-0.026	-0.025	-0.024
Si	5.482	46.481	13.732	-0.027	0.003	-0.003
Si	8.239	43.726	13.752	0.005	0.014	0.015
Si	5.524	51.994	13.724	0	-0.078	-0.004
Si	8.257	49.251	13.735	-0.033	-0.021	-0.014
Si	5.506	57.465	13.714	0.044	-0.035	0.005
Si	8.264	54.727	13.717	-0.051	-0.022	0.011
Si	5.466	62.958	13.63	-0.05	0.011	-0.017
Si	8.206	60.19	13.64	0.028	0.027	-0.014
Si	10.959	2.809	13.602	-0.023	-0.016	0.032
Si	13.713	0.082	13.605	-0.073	-0.009	0.003
Si	10.979	8.27	13.672	-0.013	-0.029	0.043
Si	13.71	5.576	13.662	-0.046	-0.081	-0.014
Si	10.932	13.709	13.653	-0.037	0.073	-0.011
Si	13.677	10.969	13.708	-0.01	-0.006	0.031
Si	10.88	19.144	13.682	-0.001	-0.017	-0.014
Si	13.661	16.435	13.688	0.048	-0.071	-0.004
Si	10.925	24.561	13.688	0.063	0.005	0.003
Si	13.636	21.863	13.689	-0.016	0.016	-0.031
Si	10.987	30.028	13.676	0.056	-0.053	-0.01
Si	13.689	27.306	13.699	0.003	0.022	0.018
Si	11.002	35.552	13.694	-0.021	-0.071	0.015
Si	13.709	32.779	13.661	-0.019	0.028	-0.005
Si	10.963	40.993	13.744	0.038	-0.031	0.003
Si	13.679	38.249	13.735	0.013	0.001	0.016
Si	10.998	46.475	13.776	0.031	-0.055	-0.005
Si	13.677	43.712	13.766	-0.013	0.033	0
Si	10.981	51.968	13.748	-0.036	0.039	-0.006
Si	13.717	49.194	13.781	0.026	-0.042	0.006
Si	10.987	57.442	13.706	-0.013	-0.022	0.015
Si	13.7	54.701	13.736	-0.027	0.019	-0.002
Si	10.948	62.929	13.617	0.081	-0.033	0.014
Si	13.702	60.182	13.69	0.037	-0.033	0.04
Si	1.363	4.201	15.025	0.026	0.007	0.057
Si	4.122	1.433	14.976	0.015	-0.028	0.047
Si	1.287	9.631	15.132	0.101	0.004	0.061
Si	4.047	6.877	15.017	-0.056	-0.038	0.023
Si	1.281	15.076	15.075	-0.053	-0.04	0.017
Si	3.997	12.353	15.074	0.015	0	0.014
Si	1.31	20.546	15.124	0.034	-0.05	0.095
Si	4.044	17.804	15.1	0.002	0.033	0.031
Si	1.378	25.945	15.008	0.052	0.017	0.05
Si	4.075	23.208	15.092	-0.02	0.004	0.052
Si	1.44	31.378	15.045	-0.042	0	0.073
Si	4.155	28.64	14.983	-0.053	0.005	0.02
Si	1.429	36.849	15.047	-0.009	-0.031	-0.001
Si	4.186	34.1	15.012	-0.044	0.007	-0.035
Si	1.385	42.314	15.104	-0.043	0.007	0.056
Si	4.175	39.621	15.058	-0.009	0.038	0.024
Si	1.363	47.823	15.088	-0.011	-0.02	0.012
Si	4.108	45.08	15.064	0.031	0.036	0.013
Si	1.426	53.315	15.125	-0.022	0.003	0.069
Si	4.14	50.615	15.051	-0.002	0.078	0.008
Si	1.388	58.887	15.05	0.071	0.037	-0.006
Si	4.161	56.08	15.082	-0.045	0.014	-0.006
Si	1.427	64.321	15.025	-0.015	0.016	0.077
Si	4.112	61.652	15.05	0.134	0.037	0.039
Si	6.863	4.163	14.994	0.02	0.014	0.018
Si	9.578	1.422	14.916	0.012	-0.014	-0.015
Si	6.817	9.627	14.966	-0.017	0.056	-0.026
Si	9.612	6.9	15.01	-0.019	0.014	0.007
Si	6.728	15.108	15.051	0.082	0.022	-0.033
Si	9.596	12.318	14.999	-0.056	-0.073	0
Si	6.741	20.545	15.073	0.052	-0.016	0.048
Si	9.506	17.8	15.062	0.021	-0.009	0.055
Si	6.808	25.967	15.069	0.072	-0.042	0.053
Si	9.546	23.204	15.055	-0.078	-0.004	0.061
Si	6.886	31.411	14.982	0.002	0.018	0
Si	9.615	28.641	15.017	0.046	-0.004	0.013
Si	6.918	36.894	15.044	0.044	0.057	-0.027
Si	9.639	34.166	15.026	0.067	0.081	0.031
Si	6.889	42.341	15.126	-0.034	0	0.051
Si	9.595	39.646	15.123	0.006	-0.004	0.073
Si	6.847	47.91	15.063	0.066	-0.019	-0.064
Si	9.64	45.081	15.117	-0.029	0.077	-0.015
Si	6.903	53.374	15.09	0.082	0.104	0.023
Si	9.639	50.6	15.134	0.011	-0.071	0.046
Si	6.869	58.862	15.056	-0.061	-0.023	0.085
Si	9.656	56.068	15.091	0.048	0.077	0.063
Si	6.83	64.315	14.986	0.002	-0.011	0.009
Si	9.586	61.549	14.976	-0.075	-0.037	0.034
Si	12.344	4.175	14.955	0.056	0.081	-0.037
Si	15.103	1.431	14.972	0.047	0.077	-0.028
Si	12.37	9.578	15.107	-0.035	0.014	0.038
Si	15.034	6.955	15.094	0.069	-0.018	0.068
Si	12.294	15.065	15.038	-0.031	-0.024	0.001
Si	15.028	12.313	15.121	-0.004	0.1	0.033
Si	12.23	20.524	15.044	0.026	-0.019	0.048
Si	15.002	17.826	15.071	-0.003	0.021	0.008
Si	12.312	25.915	15.05	-0.078	-0.004	0.042
Si	15.028	23.211	15.047	0.012	-0.011	0.054
Si	12.368	31.393	15.034	0.004	-0.069	0.008
Si	15.103	28.679	15.028	-0.066	0.064	0.033
Si	12.337	36.887	15.139	0.068	0.062	0.07
Si	15.094	34.134	15.005	-0.003	-0.038	0.02
Si	12.323	42.339	15.148	-0.001	-0.031	0.014
Si	15.03	39.599	15.132	-0.021	-0.038	0.044
Si	12.369	47.837	15.189	-0.033	0.031	0.074
Si	15.032	45.078	15.152	-0.01	-0.065	0.071
Si	12.348	53.334	15.121	0.033	-0.057	0.101
Si	15.1	50.551	15.158	0.028	0.044	0.046
Si	12.356	58.802	15.081	-0.016	-0.005	0.011
Si	15.077	56.078	15.083	0.018	0.014	0.06
Si	12.325	64.34	14.916	0.047	0.008	-0.092
Si	15.109	61.567	14.999	-0.027	-0.006	-0.022
Si	0.111	0.125	16.35	-0.014	-0.125	0.081
Si	2.793	2.842	16.328	-0.074	-0.059	-0.023
Si	0.007	5.583	16.421	-0.022	0.051	0.114
Si	2.662	8.203	16.43	0.07	0.077	0.109
Si	-0.078	10.952	16.609	-0.015	0.057	-0.033
Si	2.555	13.664	16.474	0.017	0.117	-0.033
Si	-0.019	16.506	16.456	-0.034	-0.089	0.079
Si	2.706	19.197	16.486	0.017	-0.021	0.041
Si	-0.056	21.917	16.524	-0.114	0.043	0.118
Si	2.682	24.577	16.417	-0.041	0.051	0.082
Si	0.054	27.305	16.389	0.099	0.003	-0.029
Si	2.822	29.96	16.372	0.071	0.028	0.014
Si	0.057	32.775	16.37	-0.042	-0.028	0.172
Si	2.784	35.404	16.365	0.022	0.021	0.053
Si	0.069	38.215	16.416	-0.035	0.009	-0.024
Si	2.777	40.923	16.454	0.088	0.026	-0.012
Si	0.002	43.669	16.477	0.012	-0.088	0.101
Si	2.727	46.438	16.414	-0.013	0.047	-0.024
Si	0.073	49.176	16.545	-0.009	-0.023	0.15
Si	2.861	51.977	16.496	0.053	-0.171	-0.001
Si	0.023	54.688	16.449	0.055	0.061	0.099
Si	2.8	57.528	16.352	-0.036	-0.021	0.111
Si	0.071	60.281	16.455	-0.019	-0.031	-0.027
Si	2.757	62.996	16.491	-0.018	0.013	-0.022
Si	5.44	0.031	16.355	0.034	0.123	0.129
Si	8.284	2.79	16.313	-0.074	0.001	0.188
Si	5.466	5.529	16.335	0.034	-0.006	-0.106
Si	8.211	8.294	16.311	0.094	-0.013	0.026
Si	5.431	10.962	16.332	-0.004	-0.108	0.089
Si	8.17	13.699	16.255	-0.096	0.122	-0.044
Si	5.349	16.427	16.514	0.011	0.004	0.159
Si	8.087	19.164	16.408	-0.098	0.059	0.006
Si	5.423	21.891	16.535	0	-0.014	0.134
Si	8.192	24.592	16.4	0.072	-0.004	0.097
Si	5.444	27.329	16.46	-0.061	0.052	0.08
Si	8.243	30.032	16.317	-0.077	-0.022	-0.038
Si	5.589	32.779	16.393	0.021	-0.122	0.131
Si	8.302	35.545	16.413	-0.013	-0.101	0.073
Si	5.616	38.311	16.398	0.027	-0.045	0.033
Si	8.314	41.053	16.566	-0.038	-0.144	0.059
Si	5.455	43.697	16.428	0	0.025	0.027
Si	8.266	46.551	16.342	0.096	-0.023	0.148
Si	5.502	49.307	16.437	-0.032	0.032	0.054
Si	8.299	52.035	16.457	-0.045	0.048	-0.027
Si	5.527	54.719	16.485	0.094	-0.059	-0.032
Si	8.264	57.473	16.387	0.124	-0.022	-0.035
Si	5.535	60.328	16.381	-0.193	0.016	0.022
Si	8.246	62.958	16.308	-0.051	-0.053	0.038
Si	10.916	0.032	16.252	0.07	0.043	0.077
Si	13.704	2.79	16.276	-0.013	0.018	0.08
Si	11.067	5.577	16.346	-0.068	-0.16	0.132
Si	13.752	8.291	16.619	-0.088	-0.023	0.06
Si	11.001	10.987	16.399	0.028	0.016	0.077
Si	13.657	13.72	16.44	0.089	-0.068	0.05
Si	10.941	16.454	16.384	-0.019	0.019	-0.032
Si	13.608	19.199	16.414	-0.03	-0.024	0.034
Si	10.861	21.83	16.469	0.006	-0.001	0.029
Si	13.67	24.542	16.422	-0.063	-0.054	-0.049
Si	10.944	27.268	16.416	0.095	0.064	0.34
Si	13.796	30.077	16.406	-0.021	-0.092	0.366
Si	10.962	32.738	16.365	0.06	0.091	-0.042
Si	13.765	35.458	16.422	0.051	-0.026	0.016
Si	10.911	38.252	16.515	-0.001	0.074	0.032
Si	13.633	40.939	16.548	0.014	0.111	0.172
Si	10.972	43.696	16.553	0.022	0.009	-0.005
Si	13.699	46.43	16.606	0.021	0.083	0.029
Si	11.04	49.277	16.55	-0.052	-0.028	0.219
Si	13.72	51.945	16.486	-0.101	0.012	0.169
Si	11.029	54.722	16.526	-0.033	0.042	-0.01
Si	13.747	57.451	16.485	0.017	-0.016	-0.052
Si	10.935	60.19	16.368	0.048	0.011	0.004
Si	13.745	63.018	16.224	-0.054	0.022	0.053
Si	1.493	1.506	17.743	0.088	-0.009	-0.05
Si	4.17	4.142	17.719	0.053	-0.061	0.043
Si	1.322	6.901	17.938	-0.071	-0.156	0.133
Si	4.091	9.571	17.715	0.13	-0.052	-0.181
Si	1.221	12.369	17.98	-0.015	0.1	0.129
Si	3.845	15.051	17.843	-0.032	0.185	-0.193
Si	1.376	17.832	17.882	0.068	-0.071	-0.111
Si	4.016	20.546	17.945	0.064	0.046	0.127
Si	1.299	23.346	17.913	0.075	-0.008	0.008
Si	4.011	25.932	17.808	0.021	-0.068	-0.107
Si	1.48	28.595	17.781	-0.058	0.018	-0.041
Si	4.243	31.318	17.687	-0.009	-0.006	-0.224
Si	1.427	34.04	17.814	-0.035	0.023	-0.055
Si	4.254	36.795	17.541	0.02	-0.024	-0.28
Si	1.467	39.495	17.826	-0.066	0.062	0.047
Si	4.115	42.295	17.843	0.094	-0.017	0.038
Si	1.429	45.01	17.807	-0.036	0.005	-0.039
Si	4.077	47.892	17.692	-0.159	0.021	-0.176
Si	1.531	50.581	17.864	0.14	-0.052	-0.119
Si	4.259	53.308	17.929	0.044	-0.061	0.066
Si	1.463	56.112	17.68	-0.042	0.019	-0.224
Si	4.095	59.01	17.691	0.128	0.151	-0.206
Si	1.372	61.675	17.909	-0.003	-0.009	-0.041
Si	4.081	64.41	17.886	0.029	0.105	0.139
Si	6.898	1.368	17.631	0.083	-0.037	-0.179
Si	9.729	4.165	17.645	0.333	0.013	-0.224
Si	6.816	6.943	17.622	-0.07	0.04	-0.139
Si	9.582	9.64	17.697	-0.1	-0.058	-0.166
Si	6.772	12.413	17.612	0.09	0.046	-0.208
Si	9.592	14.973	17.598	-0.016	-0.137	-0.091
Si	6.775	17.83	17.851	-0.057	0.043	-0.037
Si	9.381	20.517	17.834	-0.062	0.028	0.026
Si	6.822	23.335	17.852	-0.087	0.12	-0.169
Si	9.556	25.873	17.843	-0.003	0.036	-0.203
Si	6.915	28.72	17.732	0.018	-0.03	0
Si	9.519	31.419	17.697	0.035	-0.039	0.092
Si	7.035	34.115	17.779	0.074	0.116	-0.083
Si	9.581	36.869	17.924	-0.113	0.082	0.078
Si	6.981	39.63	17.905	0.025	-0.034	-0.021
Si	9.628	42.443	18.065	0	-0.112	0.099
Si	6.886	45.159	17.609	0.051	0.044	-0.325
Si	9.578	47.888	17.821	-0.002	0.033	-0.411
Si	6.83	50.793	17.795	-0.033	-0.052	-0.008
Si	9.67	53.346	17.903	0.22	-0.053	0.217
Si	6.9	56.154	17.768	0.045	0.029	0.036
Si	9.624	58.789	17.8	-0.079	-0.125	0.168
Si	6.926	61.685	17.77	-0.032	-0.029	-0.041
Si	9.612	64.292	17.667	-0.016	0.024	-0.062
Si	12.319	1.379	17.541	-0.129	0.053	-0.134
Si	15.013	4.168	17.682	-0.048	0.119	-0.138
Si	12.366	6.854	17.917	0.045	-0.152	-0.041
Si	15.08	9.629	18.182	-0.048	-0.112	0.152
Si	12.423	12.257	17.854	0.095	-0.066	-0.042
Si	14.929	15.214	17.787	-0.09	0.098	-0.123
Si	12.197	17.907	17.798	-0.044	0.053	-0.108
Si	14.929	20.525	17.862	-0.031	0.073	-0.133
Si	12.297	23.164	17.799	0.08	-0.059	-0.071
Si	15.116	25.894	17.704	-0.157	0.079	-0.046
Si	12.399	28.663	17.721	-0.03	-0.018	-0.481
Si	15.196	31.453	17.865	0.081	-0.071	-0.208
Si	12.372	34.04	17.718	0.069	-0.075	-0.186
Si	15.212	36.786	17.78	0.061	-0.196	-0.041
Si	12.159	39.643	17.963	-0.075	0.162	-0.138
Si	15.084	42.265	17.906	-0.001	-0.043	-0.154
Si	12.304	45.016	17.975	0.014	0.017	0.029
Si	15.147	47.761	17.975	0.101	0.141	0.062
Si	12.429	50.657	18.024	0.099	-0.025	-0.129
Si	15.077	53.294	17.869	-0.028	-0.05	-0.068
Si	12.456	56.048	17.921	0.087	-0.107	0.044
Si	15.111	58.898	17.782	0.085	-0.139	-0.006
Si	12.312	61.716	17.522	0.084	0.037	-0.221
Si	15.12	64.349	17.618	0.111	-0.091	-0.119
Si	0.022	2.857	18.959	0.066	0.062	0.244
Si	2.799	0.303	19.35	0.14	-0.02	0.22
Si	-0.026	8.142	19.649	0.213	0.047	0.413
Si	2.833	5.457	19.123	-0.103	0.082	0.132
Si	-0.277	13.898	19.268	0.028	0.072	0.159
Si	2.701	10.844	19.113	0.025	-0.024	0.136
Si	-0.017	19.216	19.153	-0.044	0.155	0.263
Si	2.567	16.412	19.398	-0.247	-0.027	0.165
Si	-0.119	24.709	19.331	0.056	-0.222	0.105
Si	2.666	22.029	19.317	-0.033	-0.027	0.343
Si	0.338	30.071	19.173	0.047	0.071	0.288
Si	2.683	27.197	19.285	-0.261	-0.09	0.159
Si	0.231	35.467	19.309	0.144	-0.055	0.207
Si	2.863	32.579	19.052	0.014	-0.228	0.29
Si	0.103	40.827	19.255	0.103	0.098	-0.001
Si	2.934	38.002	18.959	0.107	-0.078	0.297
Si	0.2	46.34	19.287	0.053	-0.026	0.332
Si	2.712	43.631	19.23	-0.124	-0.054	0.161
Si	0.171	51.994	19.145	-0.007	-0.027	0.154
Si	2.916	49.201	19.271	-0.1	-0.066	0.275
Si	0.128	57.456	19.063	-0.047	0.025	0.254
Si	2.875	54.811	19.054	-0.099	0.138	0.201
Si	0.01	63.165	19.201	-0.125	0.108	0.223
Si	2.745	60.268	19.237	0.071	-0.126	0.342
Si	5.607	2.756	18.995	-0.01	0	0.169
Si	8.238	-0.022	19.01	-0.18	-0.006	0.301
Si	5.544	8.261	19.103	-0.106	0.013	0.359
Si	8.299	5.619	18.785	0.004	-0.023	0.055
Si	5.266	13.617	18.974	0.018	-0.282	0.277
Si	8.251	11.16	18.901	0.141	-0.02	0.382
Si	5.376	19.138	19.368	0	0.074	0
Si	8.256	16.301	18.916	-0.05	0.051	0.16
Si	5.429	24.717	19.21	0.037	-0.112	0.32
Si	8.121	21.995	19.26	0.129	-0.021	0.172
Si	5.624	30.086	19.15	0.207	0.282	0.138
Si	8.12	27.281	19.136	0.078	-0.044	0.208
Si	5.6	35.533	18.95	0.123	0.038	0.274
Si	8.307	32.722	19.271	0.037	0.021	-0.013
Si	5.599	41.03	19.216	-0.163	-0.032	0.336
Si	8.221	38.225	19.447	-0.111	-0.127	0.07
Si	5.491	46.512	18.846	-0.133	-0.106	0.069
Si	8.149	43.995	19.17	-0.112	0.179	0.229
Si	5.639	52.001	19.511	-0.016	0.017	0.225
Si	8.177	49.404	19.029	0.16	0.047	0.203
Si	5.628	57.763	18.92	-0.175	0.038	0.261
Si	8.219	54.733	19.149	-0.023	-0.162	-0.002
Si	5.554	63.048	19.18	0.017	-0.019	0.188
Si	8.33	60.312	19.12	0.022	-0.069	0.284
Si	11.105	2.713	18.993	-0.101	0.11	0.445
Si	13.684	0.053	18.849	-0.174	-0.08	0.307
Si	10.934	8.315	19.127	-0.133	-0.05	0.183
Si	13.687	5.306	19.283	-0.148	-0.112	0.5
Si	11.021	13.708	18.989	-0.285	-0.171	0.244
Si	13.672	11.025	19.616	-0.117	0.271	0.24
Si	10.664	19.083	19.187	0.091	-0.036	0.315
Si	13.59	16.651	19.183	0.207	0.084	0.387
Si	11.022	24.521	19.189	-0.101	0.074	0.201
Si	13.502	21.793	19.306	-0.152	-0.077	0.323
Si	10.919	30.055	18.925	0.041	-0.065	0.158
Si	13.861	27.293	19.022	0.001	0.115	0.204
Si	10.989	35.331	19.053	0.101	0.01	0.159
Si	13.733	32.799	19.203	-0.192	-0.111	0.464
Si	10.84	41.028	19.669	0.087	0.051	0.11
Si	13.641	38.097	18.913	-0.016	-0.032	0.228
Si	10.819	46.418	19.229	-0.133	0.047	0.212
Si	13.743	43.646	19.34	0.186	-0.037	0.125
Si	11.139	52.138	19.469	-0.4	-0.209	0.719
Si	13.863	49.217	19.381	-0.005	0.004	0.322
Si	11.047	57.397	19.22	-0.032	0.1	0.214
Si	13.831	54.648	19.389	0.043	0.115	0.86
Si	11.041	63.016	19.012	0.098	0.005	0.339
Si	13.671	60.435	18.848	-0.074	-0.044	0.118
Si	1.287	4.228	20.404	0.224	-0.222	-0.042
Si	4.733	1.352	20.682	0.099	0.18	-0.19
Si	1.895	9.296	20.753	-0.002	0.085	-0.084
Si	4.05	6.968	20.468	0.202	-0.115	0.111
Si	0.695	15.519	20.726	0.328	-0.048	-0.113
Si	4.294	11.963	20.405	-0.005	0.079	0.252
Si	0.993	20.844	20.547	0.254	-0.03	-0.046
Si	4.328	17.368	20.676	-0.068	0.098	0.259
Si	1.098	26.066	20.919	0.158	-0.043	-0.07
Si	4.294	23.238	20.669	-0.085	-0.068	-0.246
Si	2.185	30.88	20.657	-0.296	0.285	0.044
Si	4.291	28.563	20.269	0.081	-0.12	0.459
Si	2.263	36.289	20.514	-0.279	0.018	0.042
Si	4.307	34.013	20.105	-0.087	0.037	0.24
Si	1.132	42.448	20.701	0.016	0.071	0.067
Si	4.377	39.275	20.261	0.114	0.178	0
Si	1.478	47.878	20.669	-0.129	0.044	-0.295
Si	4.348	45.006	20.203	-0.066	-0.029	0.18
Si	1.328	53.671	20.395	-0.047	0.085	0.083
Si	4.483	50.249	20.761	0.133	-0.215	-0.083
Si	1.706	58.455	20.471	-0.13	0.034	0.337
Si	4.089	56.537	20.115	0.17	0.102	0.169
Si	0.925	65.005	20.541	-0.151	-0.089	0.064
Si	4.401	61.459	20.463	-0.041	0.132	0.061
Si	7.364	3.914	19.992	-0.104	-0.048	0.505
Si	9.464	1.561	20.175	0.004	0.132	0.22
Si	6.732	10.026	20.215	-0.002	0.133	0.224
Si	9.537	6.866	20.325	0.017	-0.108	0.223
Si	6.582	15.161	20.019	0.146	-0.091	0.202
Si	9.936	12.115	20.35	-0.367	0.238	-0.098
Si	6.452	20.9	20.537	0.035	-0.207	0.237
Si	9.712	17.252	20.498	0.15	-0.063	-0.062
Si	6.45	26.353	20.616	0.015	0.173	-0.164
Si	9.774	23.125	20.642	0.035	0.016	0.062
Si	6.55	31.861	20.643	-0.076	-0.069	0.345
Si	9.911	28.364	20.153	-0.121	0.08	0.206
Si	6.455	37.042	20.59	-0.014	-0.005	0.005
Si	9.846	33.975	20.614	-0.103	0.223	0.169
Si	6.557	42.904	20.462	-0.044	-0.097	-0.005
Si	9.239	39.691	21.082	0.178	-0.182	-0.129
Si	6.657	48.072	20.111	-0.243	0.139	0.506
Si	8.883	45.825	20.597	0.087	-0.135	0.178
Si	7.172	53.432	20.861	-0.227	0.002	-0.157
Si	9.794	50.372	20.516	0.189	0.315	-0.072
Si	6.696	59.287	20.482	-0.053	-0.016	-0.093
Si	9.697	55.847	20.53	0.035	0.285	-0.137
Si	6.791	64.535	20.589	0.206	-0.165	-0.065
Si	10.003	61.428	20.392	0.006	-0.175	0.172
Si	12.665	3.534	20.65	0.041	-0.144	-0.591
Si	14.975	1.465	20.12	-0.009	0.094	0.324
Si	11.944	9.694	20.756	-0.119	-0.074	-0.112
Si	15.238	6.086	20.942	-0.045	-0.108	-0.508
Si	12.176	15.206	20.351	-0.037	0.003	0.136
Si	14.533	13.084	20.861	-0.074	-0.029	-0.285
Si	11.691	20.653	20.61	-0.052	-0.001	-0.251
Si	15.103	17.936	20.618	0.024	-0.058	-0.381
Si	12.315	26.171	20.33	-0.104	-0.006	0.207
Si	15.09	23.052	20.576	-0.038	-0.075	0.182
Si	12.495	31.019	20.356	0.022	0.17	-0.16
Si	14.99	28.992	20.254	0.023	0.143	-0.2
Si	12.574	36.5	20.255	0.049	0.067	0.205
Si	14.894	34.408	20.518	0.047	0.099	0.178
Si	12.854	41.974	20.809	0.002	0.063	0.184
Si	14.881	39.461	20.274	-0.027	-0.221	0.345
Si	12	48.037	20.386	0.241	-0.006	-0.199
Si	15.394	44.783	20.624	-0.074	0.116	-0.182
Si	12.818	53.376	21.476	0.212	0.442	-1.174
Si	15.761	50.274	20.584	-0.267	-0.1	-0.305
Si	12.179	59.264	20.183	-0.043	0.037	0.222
Si	15.526	55.891	20.511	-0.012	-0.062	-0.153
Si	12.562	64.257	20.359	0.004	0.071	0.156
Si	14.673	61.996	20.302	0.113	-0.096	0.238
Si	1.692	-0.239	23.426	0.07	-0.141	0.576
Si	5.273	0.029	27.626	0.091	-0.113	-0.066
Si	-1.413	7.459	24.665	0.106	0.07	0.466
Si	0.665	6.96	28.039	0.093	0.003	0.005
Si	0.383	13.553	23.046	-0.106	0.188	0.077
Si	2.682	11.457	22.921	0.391	-0.131	0.012
Si	-2.949	19.826	22.684	0.037	-0.177	0.178
Si	2.63	24.076	22.957	0.082	0.037	0.437
Si	-2.753	23.037	23.267	-0.143	0.235	0.355
Si	6.098	23.353	27.176	0.097	0.024	0.047
Si	-0.118	28.379	22.872	-0.261	0.264	0.371
Si	1.92	30.644	23.619	-0.017	0.138	0.436
Si	-1.779	33.878	23.462	0.038	0.017	0.506
Si	1.872	37.629	23.396	-0.128	-0.091	0.356
Si	-0.789	36.622	24.663	0.109	-0.007	0.261
Si	-0.113	42.955	25.332	0.111	-0.017	0.362
Si	3.18	46.502	22.736	0.014	-0.073	0.271
Si	0.169	47.133	25.191	0.028	0.124	0.51
Si	2.946	52.097	22.771	-0.048	0.077	0.229
Si	5.863	55.667	22.616	-0.372	0.024	0.104
Si	3.611	54.456	24.19	-0.169	0.133	0.214
Si	1.386	59.21	23.374	0.123	-0.19	0.272
Si	5.431	2.718	23.483	0.015	-0.039	0.538
Si	7.694	4.504	22.92	-0.085	-0.136	0.159
Si	3.367	7.082	25.052	-0.115	-0.06	0.141
Si	7.891	8.513	22.443	0.193	-0.028	0.376
Si	7.963	10.491	24.467	-0.195	0.184	0.209
Si	4.999	16.688	23.475	0.164	-0.104	0.242
Si	6.023	20.717	25.844	0.037	-0.079	0.091
Si	7.944	17.52	23.087	-0.064	-0.126	0.326
Si	8.534	19.763	25.025	-0.018	0.053	0.299
Si	7.96	24.518	22.784	-0.072	-0.048	0.169
Si	8.774	27.231	28.036	0.004	0.102	-0.114
Si	4.862	30.692	24.861	0.061	-0.071	0.21
Si	10.017	35.95	24.567	0.062	-0.158	0.19
Si	2.508	40.429	22.615	0.124	-0.073	0.18
Si	10.133	42.363	27.589	0.065	0.075	-0.021
Si	9.446	43.294	24.675	0.108	0.07	0.214
Si	12.453	48.385	23.301	-0.068	-0.062	0.341
Si	9.623	53.452	22.604	-0.378	0.298	0.269
Si	12.261	55.689	23.589	0.135	0.082	0.541
Si	8.108	57.641	22.573	0.138	0.136	0.23
Si	2.724	61.642	22.867	-0.01	-0.177	0.482
Si	8.816	63.305	22.734	-0.115	-0.051	0.061
Si	10.827	0.081	22.6	0.051	0.043	-0.08
Si	11.688	1.386	25.378	-0.028	-0.047	0.334
Si	10.761	5.064	22.365	-0.318	-0.091	-0.106
Si	11.714	9.389	25.926	0.009	0.198	0.144
Si	9.166	12.9	23.243	-0.101	-0.26	0.234
Si	10.235	14.161	25.577	-0.022	0.069	0.188
Si	7.115	14.743	22.914	0.001	-0.05	0.235
Si	7.1	21.576	23.314	0.034	-0.262	0.533
Si	12.128	25.727	23.342	-0.118	0.029	0.369
Si	9.912	28.081	23.176	0.078	0.101	0.241
Si	11.875	30.448	23.508	0.024	-0.016	0.26
Si	11.463	33.387	23.314	-0.09	0.079	0.449
Si	16.029	31.833	25.35	-0.069	-0.034	0.259
Si	7.594	41.585	22.959	-0.005	0.061	0.427
Si	14.296	38.884	23.059	0.125	-0.222	0.334
Si	14.015	41.747	23.688	0.006	-0.076	0.21
Si	14.44	46.167	23.355	0.055	-0.039	0.429
Si	10.595	47.078	25.413	-0.018	-0.154	0.201
Si	15.174	51.898	23.033	0.17	0.071	0.466
Si	9.403	61.693	25.21	0.076	-0.141	0.199
Si	8.503	59.609	27.077	-0.03	0.073	-0.003
Si	1.238	2.843	23.132	0.156	0.184	0.246
Si	5.666	6.613	22.978	0.078	-0.025	0.332
Si	5.16	8.216	26.953	-0.006	0.004	0.076
Si	6.203	6.19	28.817	0.071	-0.058	-0.308
Si	-0.887	13.632	25.708	-0.152	-0.038	0.276
Si	-0.489	22.322	25.201	0.184	-0.007	0.271
Si	1.622	15.501	28.061	-0.011	-0.15	0.035
Si	1.613	21.041	23.411	-0.089	-0.12	0.366
Si	7.617	25.764	25.651	-0.163	0.21	0.366
Si	-0.283	26.167	27.317	-0.024	0.198	0.147
Si	4.667	31.216	28.066	-0.127	-0.157	-0.036
Si	-0.386	36.09	29.516	-0.016	0.075	-0.369
Si	4.802	36.511	28.306	-0.102	-0.073	-0.21
Si	0.502	40.823	30.16	0.22	-0.117	-0.31
Si	4.7	41.712	24.401	0.032	0.206	0.45
Si	5.722	47.334	24.472	0.251	0.009	0.313
Si	0.645	50.554	31.902	-0.06	-0.048	-0.379
Si	0.969	53.363	24.424	0.097	0.24	0.34
Si	2.175	62.005	25.845	-0.086	-0.109	0.285
Si	3.766	54.546	27.387	-0.05	0.133	-0.005
Si	3.291	69.744	25.057	0.196	0.085	0.281
Si	10.433	0.441	27.811	-0.103	0.085	-0.133
Si	9.44	11.287	26.742	-0.111	0.04	0.182
Si	5.115	10.74	24.941	0.222	-0.09	0.239
Si	5.584	13.058	27.111	0.028	-0.034	0.06
Si	3.926	15.736	26.3	0.043	-0.142	0.055
Si	3.276	22.775	27.316	-0.034	0.006	0.139
Si	7.295	28.504	24.818	-0.135	0.209	0.279
Si	7.776	35.268	22.675	0.058	0.005	0.293
Si	6.942	32.338	23.603	-0.035	-0.089	0.499
Si	11.363	38.005	22.742	0.207	-0.15	0.181
Si	7.387	37.587	28.862	0.098	0.011	-0.28
Si	12.336	46.21	31.46	0.145	-0.005	-0.436
Si	8.362	45.881	23.639	0.052	0.046	0.167
Si	9.144	51.141	25.964	-0.167	0.022	0.157
Si	0.795	53.78	27.641	0.007	0.134	-0.008
Si	10.763	50.826	23.265	0.009	-0.272	0.39
Si	-0.458	56.06	29.327	-0.112	0.179	-0.155
Si	10.14	58.837	24.71	0.187	0.169	0.356
Si	5.556	61.88	29.947	0.092	-0.06	-0.48
Si	11.202	63.175	27.285	0.048	-0.015	-0.042
Si	16.168	-2.098	25.002	-0.015	-0.099	0.275
Si	15.153	4.714	23.716	0.171	0.012	0.503
Si	12.176	7.737	23.424	-0.244	0.121	0.189
Si	13.689	11.471	25.944	-0.048	-0.047	0.077
Si	8.249	14.632	27.554	-0.204	0.076	-0.002
Si	13.566	18.702	25.697	-0.023	-0.076	0.469
Si	13.427	20.182	29.742	0.029	-0.082	-0.429
Si	15.514	20.251	27.503	-0.004	-0.102	-0.009
Si	13.383	26.743	26.112	0.075	0.122	0.317
Si	14.413	29.277	25.057	-0.021	0.113	0.347
Si	9.601	35.611	27.687	0.083	-0.065	-0.212
Si	21.307	40.206	26.975	-0.052	-0.015	0.123
Si	12.823	41.934	26.392	0.102	-0.03	0.158
Si	12.125	44.52	24.99	-0.155	0.139	0.217
Si	15.613	49.961	25.361	0.037	-0.134	0.344
Si	18.829	45.89	26.801	0.017	-0.043	0.233
Si	17.73	50.979	27.405	0.034	-0.18	0.238
Si	13.73	57.71	22.295	0.159	0.062	0.238
Si	13.237	57.824	25.032	0.033	-0.016	0.313
Si	13.221	59.512	29.276	-0.076	0.149	-0.304
Si	3.479	2.186	27.321	-0.1	0.022	-0.05
Si	1.312	1.922	29.648	0.039	-0.227	-0.341
Si	1.037	8.63	25.406	0.166	0.121	0.274
Si	3.201	6.272	29.793	0.141	0.203	-0.323
Si	0.93	9.748	29.327	0.231	-0.051	-0.334
Si	0.064	11.062	26.868	0.096	-0.077	-0.006
Si	-4.764	17.845	29.091	-0.027	0.032	-0.222
Si	1.587	18.462	28.034	-0.002	-0.022	0.068
Si	0.08	24.561	29.979	0.098	0.246	-0.346
Si	5.006	22.715	29.807	-0.22	0.135	-0.303
Si	-2.741	28.834	30.264	0.208	-0.038	-0.355
Si	1.626	24.641	25.769	-0.1	0.118	0.268
Si	-0.494	33.283	28.151	-0.027	-0.047	-0.167
Si	1.621	31.246	29.138	-0.054	-0.017	-0.539
Si	3.235	37.853	26.098	-0.105	0.121	0.188
Si	-0.361	45.321	27.334	-0.022	0.042	0.167
Si	2.803	44.094	24.553	0.071	-0.172	0.49
Si	0.974	48.793	29.669	-0.129	-0.258	-0.196
Si	0.933	60.292	31.38	-0.054	0.222	-0.532
Si	4.325	51.573	27.397	0.013	0.036	-0.029
Si	0.947	63.088	29.98	-0.076	0.235	-0.417
Si	3.613	63.321	28.299	-0.069	0.102	-0.225
Si	7.533	3.64	29.672	0.273	-0.046	-0.398
Si	3.918	9.252	29.558	0.1	-0.107	-0.217
Si	6.768	4.394	32.441	-0.064	-0.295	-0.097
Si	6.797	16.036	29.718	-0.031	-0.046	-0.409
Si	5.262	11.884	30.069	0.072	0.022	-0.368
Si	3.851	16.899	28.936	0.005	0.069	0.032
Si	3.008	20.147	25.935	0.094	0.06	0.319
Si	7.066	29.868	28.61	0.1	-0.18	-0.128
Si	5.748	33.897	29.47	0.007	-0.099	-0.383
Si	10.279	32.464	27.897	0.099	0.086	-0.286
Si	5.19	37.828	30.861	-0.136	0.147	-0.414
Si	7.689	40.539	28.657	-0.125	-0.138	-0.307
Si	3.032	46.949	29.521	-0.083	-0.202	-0.118
Si	6.531	49.9	25.71	-0.073	0.022	0.151
Si	4.861	49.274	29.369	-0.061	-0.08	-0.204
Si	6.553	56.247	29.886	0.104	0.022	-0.297
Si	9.948	54.731	25.281	0.125	0.167	0.5
Si	4.115	66.045	25.132	-0.047	-0.077	0.291
Si	3.551	57.534	28.212	-0.135	0.072	-0.31
Si	15.736	-0.18	28.946	-0.004	-0.171	-0.252
Si	13.737	-0.777	26.629	0.051	-0.019	0.022
Si	14.231	6.581	27.503	-0.034	-0.232	-0.006
Si	10.77	3.701	30.203	-0.06	-0.091	-0.268
Si	10.028	12.739	29.239	-0.06	0.015	-0.239
Si	13.106	12.073	28.759	-0.064	0.099	-0.076
Si	11.925	16.45	26.504	-0.071	-0.166	0
Si	14.92	16.342	31.1	0.064	-0.011	-0.331
Si	9.476	23.748	32.204	0.036	-0.161	-0.26
Si	10.814	18.97	26.697	-0.232	0.151	0.005
Si	8.956	31.239	30.56	-0.2	0.08	-0.537
Si	11.643	27.19	28.5	0.056	-0.022	-0.2
Si	11.272	35.502	29.954	0.131	0.061	-0.093
Si	12.945	32.951	29.247	-0.029	0.072	-0.527
Si	11.303	44.833	29.234	0.029	0.005	-0.306
Si	15.602	40.851	27.327	0.114	-0.089	-0.131
Si	10.62	49.127	27.616	0.122	-0.093	0.051
Si	13.591	49.256	27.69	0.056	-0.005	0.106
Si	10.971	52.372	30.328	-0.054	0.085	-0.215
Si	10.597	58.492	28.793	-0.002	-0.165	-0.376
Si	18.004	58.93	26.216	0.013	0.048	0.102
Si	11.433	61.867	30.091	0.117	-0.28	-0.372
Si	16.229	61.525	22.807	-0.021	0	0.46
Si	1.636	4.232	31.678	0.016	-0.106	-0.199
Si	7.685	0.575	29.315	-0.026	-0.004	-0.356
Si	3.608	12.277	32.317	0.271	0.216	-0.245
Si	1.347	10.039	32.311	0.038	-0.014	0.136
Si	-1.092	14.359	28.582	0.004	-0.191	-0.208
Si	1.607	20.63	32.353	0.125	0.241	-0.071
Si	6.187	20.712	31.947	-0.076	-0.001	-0.356
Si	2.6	23.512	31.376	-0.035	0.264	-0.456
Si	2.031	31.422	32.206	-0.019	-0.084	-0.099
Si	-0.121	28.906	29.021	-0.013	-0.013	-0.296
Si	0.266	37.941	27.191	0.051	0.002	-0.059
Si	4.379	33.477	32.214	0.178	0.117	-0.15
Si	1.65	42.59	32.287	-0.064	-0.033	-0.221
Si	3.441	40.163	29.689	-0.174	-0.073	-0.202
Si	8.632	44.522	32.095	-0.001	0.323	-0.246
Si	4.4	42.641	31.083	0.04	-0.057	-0.627
Si	-1.578	49.937	30.25	0.09	-0.116	-0.329
Si	5.758	50.82	31.758	0.109	-0.019	-0.335
Si	1.827	57.515	30.775	-0.012	-0.094	-0.311
Si	5.939	59.074	28.675	0.008	0.09	-0.174
Si	0.325	65.485	31.485	-0.041	0.072	-0.252
Si	3.745	61.267	32.331	0.143	0.121	0.011
Si	12.72	2.349	28.606	0.057	0.03	-0.163
Si	7.819	7.044	31.371	-0.28	0.085	-0.392
Si	10.533	6.22	31.709	0.1	-0.202	-0.413
Si	7.725	13.27	31.107	-0.091	-0.062	-0.439
Si	7.039	17.794	31.98	0.085	-0.252	-0.271
Si	9.793	26.241	30.415	0.058	-0.124	-0.565
Si	9.673	28.767	32.174	-0.054	-0.014	-0.16
Si	8.474	34.167	31.111	0.139	0.01	-0.437
Si	5.036	45.296	31.052	-0.186	0.105	-0.445
Si	7.147	41.71	31.64	-0.082	0.016	-0.397
Si	6.549	47.499	27.326	0.105	-0.185	0.24
Si	7.653	46.298	29.87	-0.017	0.195	-0.178
Si	5.905	53.763	31.285	0.044	0.216	-0.47
Si	8.301	52.286	31.718	0.157	0.008	-0.42
Si	9.029	55.835	27.918	0.002	0.088	0.009
Si	8.594	57.141	31.866	0.025	-0.002	-0.32
Si	6.897	64.248	31.721	-0.02	0.023	-0.29
Si	10.122	59.576	31.455	-0.006	-0.08	-0.359
Si	12.756	1.723	31.34	-0.062	0.417	-0.333
Si	13.3	3.845	26.206	-0.065	-0.102	0.278
Si	12.907	9.013	28.904	0.159	0.084	-0.42
Si	12.077	8.902	31.941	-0.043	0.051	-0.061
Si	11.986	17.256	31.911	-0.177	0.133	-0.361
Si	11.681	22.005	31.366	0.158	-0.141	-0.535
Si	15.501	19.14	31.606	-0.203	-0.003	-0.452
Si	8.418	30.967	26.118	0.116	-0.042	0.079
Si	14.448	23.43	31.919	0.18	0.126	-0.358
Si	12.694	31.206	31.916	-0.037	-0.089	-0.31
Si	16.062	27.356	31.397	-0.062	0.208	-0.345
Si	13.529	36.861	31.294	-0.033	-0.151	-0.335
Si	17.029	35.709	32.43	-0.03	-0.179	-0.102
Si	13.79	46.271	28.93	0.162	0.007	-0.118
Si	14.685	39.679	32.139	0.157	-0.065	-0.304
Si	12.746	50.457	32.164	-0.059	0.003	-0.193
Si	10.151	47.482	29.999	0.009	0.104	-0.245
Si	10.28	53.284	27.602	0.213	-0.036	0.165
Si	11.003	55.36	31.518	0.032	-0.073	-0.102
Si	13.642	56.959	31.114	0.07	-0.026	-0.392
Si	12.124	64.356	32.018	0.03	-0.082	-0.169
Si	15.189	58.58	27.436	0.03	0.135	-0.052
O	-3.809	0.109	-2.913	0.083	-0.309	-0.119
O	-0.151	0.303	-1.258	-0.184	0.223	0.244
O	4.113	1.335	-0.647	-0.13	-0.179	0.361
O	2.396	3.237	-1.476	-0.065	-0.122	-0.079
O	-1.277	6.825	-0.718	-0.224	-0.021	0.372
O	0.485	5.047	-1.676	-0.013	0.125	0.39
O	1.964	8.675	-1.238	0.025	0.137	-0.078
O	3.928	6.905	-0.595	0.1	-0.295	0.525
O	0.17	10.69	-1.031	-0.062	-0.323	-0.135
O	-1.653	12.533	-0.427	0.256	-0.024	0.758
O	2.852	13.551	-1.282	0.236	-0.204	0.099
O	0.611	9.78	-3.321	-0.193	-0.222	0.237
O	1.257	15.14	-0.201	0.042	-0.029	-0.072
O	-0.657	15.836	-1.793	0.124	0.044	0.453
O	3.927	17.602	-0.408	0.161	0.266	0.367
O	2.725	19.527	-1.474	-0.232	-0.052	-0.177
O	-1.19	22.372	-1.311	0.069	-0.035	0.36
O	0.913	21.008	-0.443	-0.138	-0.112	-0.01
O	2.338	24.5	-1.557	-0.001	0.189	0.467
O	4.001	23.231	-0.086	0.145	-0.161	0.233
O	0.246	27.363	-1.318	0.109	-0.008	0.252
O	-0.074	25.873	-3.342	-0.085	-0.242	0.361
O	0.868	30.014	-5.859	0.133	0.091	0.085
O	2.817	30.176	-1.336	-0.209	0.136	-0.249
O	-0.138	34.407	-1.097	-0.321	-0.282	0.016
O	0.718	31.821	-1.122	0.062	0.039	0.215
O	2.204	35.705	-1.408	0.268	-0.16	-0.016
O	4.359	34.542	-0.75	-0.208	-0.02	0.153
O	-0.987	39.417	-0.641	0.072	-0.02	0.24
O	0.113	37.165	-1.249	-0.135	0.1	0.031
O	1.851	41.181	-1.131	0.061	-0.073	0.276
O	3.894	39.607	-0.571	0.03	0.325	0.411
O	0.77	43.645	-1.084	-0.116	-0.043	-0.052
O	-1.345	45.091	-0.501	-0.032	0.065	0.581
O	7.422	46.419	-5.999	-0.039	0.085	-0.132
O	3.418	45.637	-0.283	0.437	-0.489	0.108
O	1.469	47.684	-0.317	-0.019	0.01	0.685
O	-0.104	49.618	-1.203	0.07	0.108	0.365
O	1.426	47.221	-4.596	-0.047	0.25	0.063
O	1.679	51.602	-1.618	0.299	0.179	0.335
O	0.865	53.655	-0.446	0.408	-0.309	0.278
O	-1.124	55.621	-0.385	-0.3	0.239	0.269
O	2.176	57.382	-1.838	0.191	-0.003	0.753
O	4.037	56.05	-0.617	-0.068	-0.238	0.016
O	0.533	61.545	-3.846	0.025	-0.339	0.178
O	0.063	59.186	-7.545	0.148	0.051	0.098
O	1.478	64.236	-0.229	-0.083	-0.112	0.12
O	3.446	62.623	-1.042	0.033	-0.168	0.222
O	5.731	-0.625	-1.589	-0.012	-0.029	0.317
O	7.584	-0.228	-3.475	-0.052	-0.274	0.255
O	9.143	3.728	-4.208	-0.012	-0.014	0.269
O	7.682	3.275	-1.046	0.117	0.172	0.073
O	6.54	3.922	-3.297	-0.079	0.202	0.203
O	7.935	8.328	-1.855	0.279	0.115	0.46
O	7.448	5.856	-1.802	0.257	-0.04	0.12
O	4.813	11.773	-0.935	0.167	0.111	0.034
O	6.496	9.776	-0.488	0.006	-0.239	0.464
O	7.727	13.611	-1.521	-0.171	0.123	0.485
O	7.028	14.549	-3.873	0.133	-0.212	0.071
O	6.161	16.657	-1.423	-0.263	-0.094	0.184
O	7.565	20.81	-1.326	0.115	0.028	0.263
O	8.337	18.29	-1.348	0.139	0.324	0.217
O	5.062	21.282	-1.264	0.147	-0.163	0.133
O	7.887	23.997	-1.627	-0.15	0.142	0.073
O	6.427	26.1	-0.561	0.158	-0.354	0.299
O	4.497	28.332	-0.512	-0.132	0.08	0.493
O	8.456	28.881	-0.972	-0.11	-0.065	0.392
O	9.857	30.207	-2.787	0.041	-0.176	0.353
O	7.111	31.016	-0.346	-0.014	0.253	0.309
O	5.519	32.421	-1.55	-0.126	-0.136	-0.054
O	8.012	35.025	-1.784	0.177	0.198	0.45
O	7.294	34.159	-4.266	0.234	-0.036	0.057
O	5.217	37.644	-1.736	0.194	0.154	0.407
O	6.372	40.447	-6.55	0.211	0.007	-0.078
O	7.794	43.132	-2.125	-0.099	0.131	-0.014
O	7.861	40.598	-1.642	0.2	0.065	-0.025
O	5.535	41.833	-2.282	-0.062	-0.014	0.2
O	5.34	44.864	-1.623	0.051	-0.007	0.361
O	8.106	45.827	-1.287	0.129	0.207	0.178
O	3.569	45.908	-3.569	0.029	0.075	0.188
O	6.712	48.018	-0.549	0.11	-0.289	0.289
O	5.051	50.153	-1.137	-0.084	-0.253	0.343
O	8.646	52.896	-1.026	-0.109	0.051	0.255
O	7.467	53.431	-3.313	0.07	-0.186	-0.115
O	5.776	54.283	-1.399	-0.116	0.261	0.298
O	5.536	54.958	-4.044	-0.041	-0.115	0.279
O	8.692	56.929	-0.758	0.072	0.001	0.055
O	9.694	56.224	-3.128	-0.131	-0.102	-0.001
O	6.76	58.751	-0.339	-0.12	-0.079	0.705
O	4.921	60.379	-1.208	-0.097	0.022	0.27
O	7.905	63.575	-1.397	0.028	-0.129	0.178
O	9.389	61.556	-0.488	0.071	-0.081	0.377
O	10.895	-0.845	-1.212	-0.051	0.235	0.319
O	15.39	-0.017	-3.68	0.066	0.14	0.27
O	11.277	2.479	-3.027	-0.061	-0.313	0.391
O	13.572	2.196	-1.551	0.099	0.191	0.424
O	12.192	4.094	-0.48	0.161	0.082	0.438
O	10.076	5.488	-1.124	0.168	0.16	0.368
O	13.534	8.774	-1.533	0.142	0.087	0.201
O	12.061	8.931	-3.919	-0.159	0.184	0.401
O	11.292	10.171	-1.566	0.156	0.055	0.038
O	9.654	12.089	-0.62	0.06	-0.063	0.023
O	12.567	14.478	-0.466	-0.251	0.288	0.354
O	11.003	16.345	-1.393	-0.121	-0.12	0.018
O	11.977	16.522	-6.06	-0.003	-0.049	0.106
O	13.04	18.669	-4.942	0.158	0.027	0.159
O	15.08	18.695	-1.073	0.097	0.054	-0.005
O	10.108	23.373	-0.554	-0.052	-0.057	0.017
O	11.603	21.283	-1.377	-0.167	-0.037	0.474
O	14.311	24.797	-1.412	-0.084	-0.158	0.102
O	12.343	26.171	-0.414	-0.195	-0.077	0.405
O	10.978	28.262	-1.218	0.148	0.029	0.19
O	9.364	27.682	-3.2	-0.211	0.216	0.233
O	13.866	31.026	-1.192	0.02	-0.214	0.298
O	15.004	28.902	-0.177	0.129	-0.083	0.328
O	11.473	31.891	-1.428	-0.044	0.376	0.398
O	9.903	33.906	-0.481	0.062	-0.087	0.044
O	13.802	35.891	-1.619	-0.126	-0.14	0.357
O	14.525	36.459	-4.165	-0.2	-0.045	0.113
O	11.943	37.185	-0.406	0.253	-0.233	0.318
O	9.833	39.27	-0.587	-0.052	0.254	0.545
O	15.686	44.041	-7.819	-0.324	0.036	-0.317
O	13.714	40.937	-1.705	-0.168	-0.03	0.038
O	8.549	47.6	-3.899	-0.143	-0.206	0.299
O	10.066	44.167	-1.393	0.314	-0.184	0.085
O	12.093	51.45	-3.188	0.097	-0.265	0.344
O	12.827	46.303	-1.234	-0.128	-0.009	0.197
O	11.686	49.532	-1.228	-0.24	-0.037	0.306
O	9.581	50.628	-0.232	0.089	0.006	0.232
O	12.308	53.27	-0.219	-0.096	-0.099	0.117
O	13.712	51.29	-1.023	-0.022	-0.092	0.173
O	10.934	55.269	-1.084	-0.224	0.149	0.089
O	11.089	53.884	-3.347	-0.179	0.213	0.311
O	13.806	57.334	-1.53	-0.236	0.202	0.514
O	12.259	56.161	-3.31	-0.103	0.053	-0.046
O	10.886	58.599	-3.826	0.3	-0.15	0.362
O	10.9	59.585	-1.325	0.162	0.012	0.381
O	14.851	61.711	-0.483	0.017	-0.361	0.5
O	13.299	63.674	-1.293	-0.079	-0.245	0.335
O	1.855	3.358	21.707	0.254	0.126	-0.366
O	0.372	5.468	21.006	-0.2	0.17	-0.065
O	5.17	1.475	24.495	0.152	0.104	-0.396
O	4.655	4.008	24.16	0.266	0.259	-0.259
O	1.896	10.228	22.146	-0.256	-0.046	0.012
O	3.001	8.092	21.106	-0.162	0.202	-0.209
O	2.352	8.25	24.526	0.063	0.1	-0.014
O	4.711	6.101	21.743	-0.241	-0.093	-0.323
O	-0.337	16.736	21.287	0.317	-0.191	-0.136
O	1.115	14.671	22.095	0.21	0.247	0.042
O	5.523	10.954	20.891	-0.049	0.011	-0.339
O	3.543	12.358	21.84	-0.071	0.28	-0.011
O	1.51	20.212	22.01	-0.165	-0.14	-0.26
O	-0.167	21.933	21.027	-0.025	-0.044	-0.304
O	3.972	17.273	22.33	-0.168	0.226	-0.46
O	2.368	15.241	26.598	0.021	0.147	0.12
O	1.681	24.887	21.912	-0.168	-0.014	-0.074
O	0.331	27.055	22.032	0.15	-0.113	-0.517
O	5.22	21.912	21.018	0.286	-0.041	-0.416
O	4.062	23.992	22.158	0.12	-0.051	-0.221
O	1.858	31.475	22.194	0.2	0.158	-0.439
O	1.109	31.505	24.759	0.254	-0.066	-0.103
O	5.349	27.53	21.163	-0.263	0.202	-0.744
O	3.305	29.685	21.076	-0.251	0.121	-0.293
O	2.264	37.11	21.926	0.187	-0.052	-0.009
O	0.551	36.779	23.779	0.213	-0.22	-0.364
O	3.25	35.001	20.97	-0.047	0.263	-0.316
O	5.368	33.031	20.989	0.129	-0.062	-0.339
O	1.385	43.316	24.809	0.148	-0.044	-0.446
O	1.655	41.744	22.13	-0.236	0.252	-0.202
O	-1.246	42.83	24.157	0.007	-0.034	-0.255
O	3.321	39.965	21.299	-0.121	-0.12	0.077
O	0.163	48.857	20.839	-0.016	0.372	-0.13
O	2.015	47.556	22.237	0.059	0.122	-0.123
O	5.318	43.894	20.964	0.252	-0.121	-0.271
O	3.893	46.088	21.348	0.067	0.115	-0.107
O	4.093	53.074	23.439	0.187	-0.145	-0.031
O	2.211	52.856	21.524	0.028	-0.221	0.046
O	3.692	50.76	22.176	0.191	0.092	-0.26
O	5.627	49.028	21.112	0.071	0.068	-0.389
O	0.934	58.557	21.959	-0.13	0.143	-0.518
O	2.929	57.416	20.901	0.129	0.215	-0.296
O	10.804	55.693	24.301	0.126	0.183	-0.062
O	5.24	56.252	21.248	0.315	0.109	0.037
O	1.607	64.601	22.007	-0.011	-0.114	-0.256
O	3.249	65.344	23.955	-0.023	-0.037	-0.405
O	3.908	62.169	21.903	0.149	0.146	-0.395
O	2.799	60.014	23.084	-0.002	0.088	-0.151
O	7.125	4.736	21.407	0.05	0.314	-0.22
O	6.88	5.724	23.662	0.003	0.346	0.141
O	9.945	1.069	21.671	-0.168	0.01	-0.131
O	8.375	2.74	20.592	-0.113	-0.031	-0.396
O	7.818	9.805	21.463	-0.114	-0.003	-0.154
O	8.303	8.954	23.976	-0.203	-0.352	-0.161
O	8.929	7.433	21.788	0.208	0.056	-0.32
O	10.469	5.586	20.841	0.179	0.051	-0.155
O	5.655	16.384	20.634	0.003	0.141	-0.233
O	7.18	14.389	21.334	0.131	-0.162	-0.128
O	9.435	12.969	21.659	-0.027	0.041	-0.103
O	9.158	11.36	23.756	0.201	-0.085	0.022
O	5.832	21.322	24.328	-0.128	0.208	-0.393
O	8.791	18.45	24.115	-0.107	-0.017	-0.21
O	8.614	17.835	21.617	0.153	-0.092	-0.02
O	8.179	15.923	23.323	0.14	-0.035	-0.099
O	7.116	25.637	21.95	0.13	0.091	-0.052
O	7.104	23.133	22.898	-0.042	0.217	-0.18
O	9.308	24.091	21.943	0.146	0.065	-0.269
O	8.447	21.155	24.167	0.019	0.236	-0.302
O	5.968	29.472	24.596	0.125	-0.197	-0.111
O	7.196	31.538	22.182	0.073	-0.133	-0.629
O	9.601	28.733	21.716	-0.162	-0.024	-0.322
O	8.353	27.969	23.69	0.237	-0.117	-0.274
O	6.645	36.246	22.039	0.049	0.18	-0.302
O	5.383	38.224	21.077	0.079	0.159	-0.53
O	8.781	34.934	21.437	0.039	0.217	0.004
O	10.847	33.319	21.787	-0.443	-0.202	-0.594
O	7.382	42.779	21.891	0.049	0.086	-0.297
O	8.858	41.953	23.942	0.019	-0.235	-0.283
O	9.531	43.102	26.285	-0.24	0.036	-0.006
O	10.14	38.94	22.243	-0.047	0.246	0.018
O	7.778	47.058	20.824	0.272	0.018	0.096
O	9.071	45.482	22.212	0.233	-0.207	-0.159
O	11.273	45.656	25.788	-0.046	-0.017	0.082
O	6.464	54.221	22.145	0.308	-0.195	-0.019
O	8.46	52.719	21.701	-0.242	0.063	-0.096
O	10.959	49.274	20.131	0.115	0.013	0.036
O	9.68	50.204	22.209	-0.181	-0.026	-0.507
O	5.5	60.33	20.941	0.056	-0.077	-0.35
O	7.285	58.919	21.993	0.128	-0.218	0.059
O	10.177	54.733	21.72	0.069	0.019	-0.365
O	12.317	56.867	22.455	-0.231	-0.15	-0.262
O	7.488	63.921	21.984	-0.281	-0.09	-0.218
O	5.752	65.725	21.103	-0.451	0.026	-0.225
O	9.457	62.18	21.75	-0.179	-0.03	-0.037
O	8.504	62.578	24.176	0.057	0.275	-0.343
O	11.836	3.852	22.074	0.032	-0.088	0.213
O	9.335	4.585	23.084	0.306	0.106	-0.164
O	13.882	2.412	21.037	-0.086	-0.036	-0.242
O	16.018	0.392	20.909	0.108	0.041	-0.178
O	11.974	8.779	22.169	0.109	0.138	-0.085
O	10.868	10.925	21.043	-0.047	-0.117	-0.084
O	14.526	5.31	22.311	-0.081	0.56	-0.541
O	13.796	7.667	23.601	0.07	-0.08	-0.198
O	7.666	13.423	23.673	-0.167	0.21	-0.018
O	10.948	16.2	21.07	-0.058	0.067	-0.39
O	15.526	12.879	22.203	-0.418	-0.074	-0.137
O	13.265	14.181	21.221	0.323	-0.055	-0.122
O	10.712	21.868	21.249	0.142	0.037	-0.57
O	12.332	19.523	26.416	-0.038	0.064	-0.02
O	14.59	19.057	21.746	0.104	-0.14	0.057
O	12.044	19.613	21.879	0.169	-0.056	-0.283
O	11.11	27.275	20.39	-0.065	-0.036	-0.255
O	12.834	26.052	21.911	0.124	0.071	-0.56
O	18.565	22.534	23.1	-0.129	0.243	0.062
O	12.336	24.055	23.486	-0.051	-0.309	-0.097
O	12.099	30.66	21.912	0.012	0.273	-0.345
O	11.335	31.913	24.031	-0.191	0.027	-0.208
O	15.277	29.177	21.871	-0.185	0.077	-0.254
O	13.727	30.002	19.992	0.118	0.026	0.104
O	11.688	36.929	21.574	-0.17	-0.147	-0.116
O	13.797	35.596	20.912	-0.155	0.02	-0.37
O	15.112	32.527	24.213	-0.302	-0.075	-0.2
O	15.395	33.905	22.024	0.262	-0.199	-0.511
O	10.967	43.682	24.142	0.103	-0.091	-0.107
O	13.836	40.665	20.677	-0.091	0.215	-0.116
O	20.013	40.704	23.777	-0.165	-0.394	-0.325
O	15.074	38.517	21.661	0.218	0.113	-0.37
O	13.967	47.758	23.417	-0.092	0.094	0.048
O	11.86	47.626	21.99	0.025	-0.036	-0.266
O	14.618	45.606	21.843	-0.157	-0.045	-0.11
O	16.422	43.592	21.215	-0.125	-0.107	-0.127
O	13.918	52.285	22.06	-0.262	-0.259	-0.171
O	12.725	54.326	22.861	-0.112	-0.483	-0.254
O	16.079	50.979	22.048	-0.035	-0.063	-0.093
O	14.829	50.92	24.306	0.06	0.3	-0.107
O	11.095	60.28	20.969	-0.241	0.103	-0.423
O	13.399	58.844	21.213	-0.067	-0.103	0.043
O	16.687	54.803	21.079	-0.155	-0.227	-0.535
O	14.926	56.697	21.84	0.05	-0.195	0.139
O	12.05	65.073	21.715	0.233	-0.307	-0.393
O	13.598	63.095	20.953	0.209	-0.099	-0.358
O	15.219	61.137	21.612	-0.024	-0.192	-0.12
O	16.591	60.261	23.785	-0.273	0.105	-0.149
O	1.114	1.242	23.146	-0.046	0.066	-0.331
O	0.764	-0.899	24.578	-0.012	0.136	-0.328
O	2.187	3.158	24.398	-0.106	-0.212	-0.133
O	2.687	5.614	24.993	0.016	-0.034	-0.035
O	-0.298	8.637	24.47	-0.272	-0.232	-0.072
O	-0.626	6.04	24.448	-0.091	0.05	-0.036
O	3.813	7.373	26.592	-0.128	0.021	0.081
O	2.525	9.912	29.043	0.031	0.232	0.124
O	-0.188	14.317	24.411	0.268	-0.034	-0.41
O	-2.144	12.74	25.104	0.196	-0.115	-0.012
O	0.213	12.601	26.38	0.161	0.212	-0.121
O	3.718	10.882	24.091	-0.514	0.246	-0.421
O	-2.976	21.469	22.817	0.286	-0.135	-0.092
O	-2.822	19.108	24.132	0.175	0.182	-0.289
O	2.234	18.883	26.588	-0.14	-0.169	-0.059
O	0.44	23.639	25.315	-0.184	-0.142	-0.1
O	0.16	21.227	24.163	0.017	0.043	-0.296
O	-1.935	22.89	24.687	-0.301	0.016	-0.042
O	2.663	20.206	24.35	-0.021	-0.151	-0.317
O	2.626	24.783	24.46	0.087	-0.187	-0.194
O	-1.045	28.22	24.221	0.041	-0.199	-0.087
O	-1.683	25.927	26.528	-0.054	-0.152	-0.041
O	1.209	29.199	23.33	0.164	-0.194	-0.077
O	3.412	30.332	24.218	-0.063	0.03	-0.115
O	-0.28	32.884	26.586	0.189	0.131	0.029
O	-1.086	30.423	25.799	0.183	0.02	0.08
O	-0.412	36.802	26.236	-0.02	-0.019	-0.182
O	1.569	39.239	23.242	-0.199	0.056	-0.216
O	4.494	38.921	26.022	0.068	-0.14	-0.156
O	-1.818	37.798	24.23	-0.04	0.386	-0.093
O	1.851	39.881	29.97	-0.018	-0.163	0.041
O	4.732	41.522	26.026	0.18	-0.024	-0.114
O	4.26	47.085	23.815	-0.156	0.055	-0.046
O	5.907	48.977	24.51	-0.057	-0.076	-0.251
O	-2.293	50.324	28.826	-0.032	0.025	0.22
O	-1.903	49.389	26.378	0.243	-0.102	-0.242
O	-0.637	48.65	29.875	-0.232	0.033	-0.09
O	1.823	51.988	23.998	-0.124	-0.043	-0.186
O	1.975	54.602	23.939	-0.086	0.07	-0.22
O	0.615	53.662	26.006	-0.044	-0.168	-0.347
O	3.81	54.447	25.782	0.031	0.066	-0.188
O	4.609	55.616	23.663	0.088	0.142	0.05
O	1.616	58.276	24.697	0.129	-0.057	-0.104
O	2.309	60.415	26.224	-0.036	-0.039	-0.101
O	4.77	2.353	22.028	-0.398	-0.044	-0.414
O	7.038	3.089	23.475	0.055	0.059	-0.31
O	10.326	-1.164	27.701	0.007	0.135	0.264
O	4.713	7.095	24.185	0.22	0.009	-0.286
O	6.373	7.95	22.387	0.104	0.139	0.036
O	7.982	10.892	26.08	-0.09	0.144	-0.278
O	5.357	9.314	25.758	-0.111	0.019	-0.233
O	6.431	10.82	23.97	-0.015	0.097	-0.083
O	4.147	16.49	24.865	0.052	0.142	-0.156
O	0.883	16.976	27.939	0.082	0.098	0.183
O	5.59	15.16	23.29	-0.136	0.145	-0.083
O	9.749	19.99	26.071	0.116	0.182	-0.203
O	6.317	17.711	23.376	-0.01	0.31	-0.197
O	7.098	20.554	22.039	0.017	-0.061	-0.386
O	4.603	20.068	26.287	-0.087	0.097	0.115
O	8.234	25.097	24.298	0.021	-0.139	-0.302
O	6.652	27.083	25.373	-0.123	-0.145	-0.272
O	7.931	31.855	24.837	0.098	0.011	-0.307
O	8.374	29.387	25.709	-0.065	-0.29	0.044
O	5.421	32.036	24.116	-0.049	0.193	-0.249
O	4.677	31.068	26.44	0.011	0.237	0.029
O	8.577	36.094	23.829	-0.221	0.059	-0.143
O	10.978	37.185	24.105	0.307	0.072	-0.316
O	2.999	37.341	24.559	0.123	-0.128	-0.241
O	8.951	41.394	28.112	-0.058	0.074	0.162
O	7.994	40.29	22.037	0.092	-0.324	-0.511
O	12.972	41.32	24.89	-0.181	0.188	-0.329
O	6.194	41.408	23.804	0.176	0.045	-0.167
O	8.347	44.481	24.474	0.005	-0.14	-0.017
O	11.673	48.008	24.659	0.024	0.001	-0.247
O	9.286	46.949	24.463	-0.227	-0.065	0.011
O	10.285	50.892	24.824	0.138	-0.136	-0.369
O	10.897	52.409	22.8	0.354	0.318	-0.084
O	7.045	56.598	23.273	0.137	0.04	0.166
O	4.594	53.159	27.799	0.018	-0.054	0.112
O	8.722	56.945	21.248	-0.229	-0.131	-0.175
O	9.368	58.067	23.507	-0.306	-0.029	-0.109
O	4.971	62.448	28.533	0.217	-0.248	0.014
O	2.283	57.831	27.209	0.133	-0.084	0.081
O	10.598	62.552	25.914	-0.116	-0.003	-0.257
O	10.125	60.448	24.421	-0.08	0.161	-0.289
O	11.377	0.974	23.845	0.156	0.139	-0.376
O	15.597	-2.898	23.701	-0.127	0.063	-0.489
O	14.186	4.035	24.856	0.152	-0.14	-0.207
O	12.951	0.415	25.834	0.087	0.077	-0.302
O	10.349	1.08	26.3	-0.118	-0.179	-0.123
O	11.505	6.267	23.177	-0.038	-0.083	0.198
O	11.544	8.166	24.879	0.142	-0.16	-0.319
O	12.729	10.435	25.151	-0.083	-0.169	-0.078
O	10.115	12.67	26.219	-0.041	-0.024	-0.059
O	10.26	13.882	23.973	-0.016	-0.157	-0.079
O	11.618	14.939	25.995	0.189	-0.098	-0.196
O	8.949	15.037	26.129	-0.043	-0.197	-0.02
O	5.188	11.964	25.998	-0.266	0.13	-0.313
O	13.304	17.078	25.86	-0.042	-0.061	-0.074
O	5.927	21.561	30.54	0.043	-0.112	0.324
O	10.68	26.597	23.308	-0.265	-0.23	-0.224
O	12.929	26.323	24.621	0.134	0.065	-0.233
O	6.687	21.858	26.838	0.071	-0.053	0.143
O	10.828	29.246	23.904	0.018	-0.037	0.162
O	13.307	30.054	24.161	-0.13	-0.101	-0.205
O	12.653	29.736	31.162	-0.334	0.012	0.136
O	9.752	36.095	26.156	0.108	0.109	-0.296
O	10.662	34.482	24.233	0.083	-0.325	-0.083
O	14.973	35.156	24.42	-0.044	-0.032	-0.206
O	13.021	33.826	23.235	0.04	-0.157	-0.335
O	12.667	38.952	22.95	-0.172	0.299	0.07
O	11.45	41.486	27.158	0.11	0.043	0.086
O	14.836	40.377	23.401	0.28	-0.089	-0.146
O	13.14	42.352	22.435	-0.369	-0.125	-0.496
O	11.752	44.781	30.826	-0.217	0.154	0.101
O	15.943	46.153	24.035	-0.085	-0.095	-0.278
O	13.289	45.239	24.094	0.084	-0.038	-0.297
O	13.579	47.696	28.164	-0.027	-0.123	0.045
O	12.197	50.015	23.152	0.195	0.21	-0.283
O	18.148	46.891	25.66	-0.204	0.189	-0.172
O	15.95	53.229	23.619	-0.157	0.053	-0.338
O	8.42	61.089	26.389	0.105	0.203	-0.137
O	9.209	58.575	26.033	-0.179	-0.137	-0.005
O	9.877	64.486	23.092	-0.059	-0.047	0.206
O	17.013	62.487	25.947	-0.127	0.102	0.026
O	3.538	3.663	26.617	-0.13	0.23	-0.108
O	4.969	1.642	27.735	0.165	-0.035	-0.091
O	7.106	4.818	28.592	0.139	0.135	0.115
O	3.517	7.83	30.283	0.027	-0.077	0.102
O	1.966	6.231	28.695	0.026	-0.023	-0.213
O	1.16	10.096	26.124	-0.14	-0.114	0.087
O	4.63	5.78	29.133	-0.164	-0.133	0.216
O	0.966	7.429	26.51	0.104	-0.003	-0.077
O	-1.417	14.602	26.952	0.222	-0.023	-0.233
O	1.49	12.428	23.503	-0.196	0.032	0.297
O	-0.561	21.602	26.66	-0.058	-0.007	-0.002
O	0.403	19.589	28.296	0.189	0.137	-0.057
O	2.827	15.625	29.184	-0.061	0	-0.022
O	-1.876	23.664	22.03	0.046	0.098	-0.494
O	1.591	23.971	30.158	0.101	-0.291	0.26
O	2.479	21.548	26.603	-0.26	0.19	0.051
O	7.132	19.522	25.838	0.076	-0.002	-0.271
O	4.607	23.288	26.515	-0.207	0.109	0.004
O	-1.561	29.615	29.404	-0.036	0.053	-0.093
O	-0.283	27.655	27.982	0.016	-0.01	-0.135
O	5.424	29.869	28.656	-0.042	-0.041	0.201
O	3.12	31.353	28.532	-0.082	-0.1	-0.086
O	0.751	32.607	28.95	0.079	0.024	0.207
O	-0.418	34.877	28.431	0.153	-0.017	0.092
O	5.349	34.985	28.322	-0.078	-0.082	0.074
O	3.677	36.653	27.138	0.138	0.092	0.171
O	0.029	41.519	26.098	-0.056	-0.093	-0.184
O	0.871	42.221	30.906	0.199	0.4	0.094
O	4.095	43.202	24.107	0.115	0.206	-0.4
O	3.746	40.007	28.108	0.077	0.056	0.087
O	2.494	45.177	23.388	-0.281	0.251	-0.407
O	3.375	46.545	27.958	-0.083	-0.144	-0.008
O	0.762	52.262	28.263	-0.207	-0.107	0.232
O	2.805	51.371	26.82	-0.142	-0.131	-0.077
O	1.58	49.638	30.923	-0.12	0.105	0.165
O	0.891	56.301	30.212	0.242	-0.205	0.14
O	2.764	62.322	24.35	0.206	0.237	-0.362
O	-0.773	57.282	28.296	0.183	-0.279	-0.027
O	3.063	62.937	26.826	-0.102	-0.052	0.035
O	-0.118	60.018	32.587	-0.044	0.004	0.371
O	2.583	67.87	28.672	-0.083	-0.088	0.212
O	5.11	65.122	26.069	-0.233	0.227	-0.095
O	11.878	0.944	28.396	0.208	-0.059	0.109
O	11.537	3.491	28.763	0.092	0.05	0.007
O	10.268	10.037	26.161	-0.103	-0.282	-0.295
O	9.473	11.431	28.375	-0.034	-0.095	-0.018
O	5.103	12.391	28.525	-0.272	-0.066	0.058
O	4.873	14.443	26.621	-0.079	0.018	-0.147
O	7.18	13.411	27.297	0.147	-0.069	0.072
O	5.235	16.591	29.751	0.108	-0.147	0.3
O	4.311	16.906	27.369	0.122	0.098	-0.063
O	9.884	25.2	31.627	0.125	-0.092	0.23
O	7.605	28.359	28.249	0.045	0.097	0.176
O	8.766	26.424	26.614	0.241	-0.232	-0.099
O	9.871	31.552	26.599	-0.148	0.072	0.049
O	9.605	33.961	27.73	-0.233	-0.003	-0.073
O	5.484	32.48	28.708	0.299	0.163	0.084
O	7.154	33.931	23.368	-0.183	0.243	-0.096
O	8.302	36.323	28.387	-0.293	0.149	0.106
O	6.039	37.53	27.917	0.063	0.023	-0.06
O	6.764	37.582	30.393	-0.018	-0.085	0.423
O	8.214	38.985	28.734	-0.026	-0.23	0.255
O	12.668	45.196	28.41	-0.156	-0.054	0.092
O	10.22	47.778	26.812	-0.057	-0.166	-0.061
O	6.862	46.535	23.599	0.029	-0.193	-0.148
O	5.812	46.778	26.043	0.137	-0.168	-0.08
O	4.384	50.687	28.747	-0.074	0.078	0.325
O	9.505	50.217	27.242	0.008	-0.07	0.118
O	7.721	50.889	25.222	0.055	-0.144	-0.206
O	5.394	50.892	26.358	0.153	-0.125	0.029
O	8.449	44.988	30.499	0.17	-0.468	0.278
O	9.137	53.822	24.151	-0.212	-0.293	-0.4
O	9.058	52.577	26.75	-0.178	-0.06	0.027
O	5.956	57.732	29.596	0.004	0.061	0.284
O	7.566	56.014	28.606	-0.294	0.181	-0.019
O	4.479	58.878	27.955	0.057	0.121	0.138
O	7.031	59.064	27.465	0.137	-0.053	0.126
O	6.464	63.003	30.716	0.322	0.178	0.404
O	6.224	60.426	29.566	0.196	0.113	0.002
O	11.084	62.13	28.518	-0.208	-0.276	0.089
O	9.225	66.417	28.826	0.045	0.198	0.209
O	14.458	-0.166	27.962	-0.211	0.172	0.177
O	14.899	-1.431	25.726	0.137	0.037	-0.004
O	14.393	7.538	26.184	-0.102	0.25	-0.153
O	16.216	3.557	23.364	-0.055	-0.262	-0.088
O	12.132	9.029	27.462	0.165	-0.089	0.206
O	13.265	5.317	27.004	0.202	0.244	0.082
O	12.792	12.088	27.159	0.013	-0.112	0.049
O	14.95	10.588	26.502	-0.185	-0.157	0.067
O	11.675	12.596	29.433	-0.087	0.063	0.182
O	9.506	14.122	28.49	0.259	-0.106	0.284
O	14.95	15.455	29.725	-0.225	0.153	0.231
O	14.314	20.14	31.1	0.129	0.073	0.366
O	11.083	17.501	30.566	-0.055	-0.185	0.376
O	14.943	19.115	26.463	-0.181	-0.122	-0.244
O	10.571	18.815	28.311	0.144	-0.234	-0.058
O	14.376	20.77	28.556	-0.233	-0.083	0.151
O	13.663	28.357	26.174	0.052	0.149	-0.106
O	16.23	24.963	28.42	0.163	-0.355	0.249
O	7.641	30.407	30.04	-0.07	0.254	0.169
O	12.209	26.407	27.193	0.085	0.027	-0.188
O	10.888	36.161	28.513	0.22	0.228	0.117
O	12.47	34.441	29.671	0.025	0.235	0.266
O	16.301	41.268	28.726	0.262	0.108	0.343
O	18.168	38.368	26.661	0.059	0.224	0.004
O	12.786	43.554	26.128	0.211	0.233	0.171
O	10.583	43.47	28.718	-0.006	0.133	0.236
O	10.35	46.159	29.041	-0.193	0.1	0.084
O	12.092	49.684	27.236	-0.142	0.256	0.044
O	15.736	46.726	26.541	0.183	0.122	-0.206
O	16.392	48.671	24.729	0.188	-0.076	-0.393
O	11.097	47.283	31.306	-0.181	-0.006	0.166
O	16.097	54.7	28.416	-0.216	0.072	0.168
O	17.732	49.593	28.271	-0.086	0.047	0.046
O	14.05	58.426	23.737	-0.109	-0.168	-0.228
O	13.256	56.181	24.815	-0.034	-0.041	-0.394
O	11.682	58.379	25.02	-0.185	0.15	0.016
O	14.034	58.152	26.379	-0.202	0.125	-0.136
O	9.442	59.589	28.413	-0.043	-0.04	0.266
O	12.757	60.882	30.049	0.036	0.03	0.065
O	0.974	3.327	30.449	0.064	0.345	0.155
O	0.234	1.176	28.624	0.102	-0.02	-0.127
O	1.52	0.807	30.846	0.097	0.051	0.175
O	3.004	1.111	26.159	0.044	0.008	-0.206
O	6.294	7.096	27.422	0.125	-0.001	-0.085
O	0.316	8.323	28.846	-0.04	0.051	0.015
O	2.703	5.306	31.013	0.028	0.053	0.342
O	4.891	9.057	28.293	0.183	0.031	0.018
O	-1.989	13.038	29.035	0.207	0.047	0.128
O	-2.839	10.53	29.117	-0.031	-0.218	0.18
O	0.249	10.965	28.483	-0.047	0.133	0.176
O	2.571	11.064	32.101	-0.198	-0.004	-0.272
O	0.494	19.921	31.404	0.017	0.167	-0.009
O	-0.843	17.794	30.687	0.222	0.154	-0.008
O	0.569	14.355	28.566	0.08	0.028	0.153
O	2.883	18.268	29.103	-0.108	0.119	-0.085
O	4.179	23.623	30.896	0.021	0.073	0.146
O	-1.066	23.542	30.544	-0.332	-0.213	0.402
O	2.255	21.942	31.662	-0.051	-0.332	0.182
O	6.019	23.556	28.811	-0.088	-0.109	0.235
O	-1.942	27.746	31.208	-0.193	-0.294	0.249
O	0.517	28.35	30.419	-0.067	0.087	0.224
O	2.308	24.077	27.156	-0.059	-0.057	0.115
O	0.954	26.062	26.239	0.228	0.056	-0.282
O	0.512	35.661	30.806	-0.056	0.118	0.471
O	0.294	37.349	28.715	0.12	-0.148	0.252
O	1.64	30.938	30.719	0.023	-0.254	0.568
O	2.919	32.781	32.123	0.014	0.177	-0.019
O	4.301	36.861	29.845	-0.096	-0.132	0.297
O	-0.726	39.236	27.163	-0.254	-0.153	0.022
O	1.229	45.162	27.649	0.013	0	-0.086
O	5.118	43.864	30.257	-0.14	0.023	0.199
O	3.28	44.8	25.958	0.083	-0.142	0.028
O	3.162	43.184	32.015	0.003	-0.019	0.137
O	-0.595	51.091	30.917	0.203	0.2	0.047
O	2.455	63.038	29.388	0.011	-0.202	0.189
O	1.035	58.927	30.49	0.03	0.027	0.128
O	2.246	54.454	27.957	-0.026	0.257	0.206
O	0.331	50.82	26.141	-0.06	0.11	-0.216
O	0.861	63.941	31.37	0.037	-0.1	0.263
O	1.273	61.935	22.151	-0.013	0.203	-0.235
O	2.353	60.471	32.16	0.229	-0.276	0.207
O	4.261	61.623	30.859	-0.28	-0.249	0.238
O	6.765	-0.242	28.22	0.018	-0.093	-0.094
O	6.794	7.081	30.084	0.258	-0.051	0.513
O	5.322	4.633	33.132	0.064	-0.032	-0.084
O	9.303	6.748	30.774	0.011	-0.149	0.017
O	4.234	12.822	30.914	-0.105	-0.096	0.221
O	4.788	10.341	30.399	-0.11	-0.057	0.387
O	9.261	12.847	30.678	0.079	0.117	0.07
O	6.112	19.112	31.595	-0.177	-0.062	0.141
O	7.614	17.12	30.61	0.213	0.407	0.237
O	3.78	22.219	28.783	-0.054	0.037	-0.045
O	9.766	31.748	29.25	-0.122	-0.176	0.223
O	6.878	24.595	26.507	0.164	0.128	0.064
O	4.771	34.082	30.761	-0.321	-0.021	0.242
O	8.684	26.063	29.206	0.155	0.129	0.316
O	8.66	32.572	31.453	0.079	-0.171	0.191
O	4.495	39.296	30.576	0.418	-0.027	0.155
O	3.723	41.726	29.948	-0.05	0.328	0.129
O	7.293	41.226	30.082	0	0.196	0.46
O	6.161	46.338	30.526	-0.084	0.225	0.035
O	5.539	48.239	28.345	-0.07	0.008	0.159
O	5.133	52.283	31.259	-0.064	-0.151	0.253
O	5.8	49.677	30.606	0.228	0.112	0.164
O	7.297	48.815	26.696	0.16	-0.017	-0.108
O	7.34	51.023	32.086	0.002	-0.078	-0.005
O	4.259	56.071	27.819	0.139	-0.056	-0.118
O	3.139	57.485	29.795	-0.096	0.216	0.157
O	11.051	53.974	26.298	0.05	0.063	-0.144
O	9.647	54.458	28.527	0.111	-0.01	0.018
O	7.151	67.739	29.306	-0.295	0.175	0.05
O	4.079	64.884	28.449	0.154	0.034	0.001
O	7.21	56.495	31.346	0.03	0.175	0.42
O	8.683	58.777	31.569	0.032	-0.013	0.13
O	13.581	2.183	29.983	0.022	0.078	0.21
O	12.744	-2	27.037	-0.065	0.001	-0.083
O	16.463	-1.685	28.856	0.188	-0.067	-0.079
O	11.993	3.005	25.598	-0.186	0.087	-0.264
O	13.736	7.582	28.733	-0.11	-0.03	0.212
O	11.319	5.135	30.769	0.015	0.381	0.214
O	13.755	2.808	27.419	0.166	-0.143	-0.074
O	11.383	7.471	32.271	0.121	-0.049	0.099
O	7.459	15.92	28.209	0.077	-0.036	-0.075
O	6.786	12.011	30.637	0.213	-0.168	0.316
O	15.716	6.024	27.992	0.024	-0.069	-0.085
O	10.713	17.466	26.038	0.108	0.078	0.117
O	13.353	16.467	31.512	-0.015	0.055	0.241
O	12.433	18.644	32.694	0.32	0.075	0.375
O	11.268	26.144	29.695	-0.253	0.095	0.378
O	7.476	30.982	27.459	-0.191	0.246	0.166
O	10.177	22.676	31.141	-0.157	-0.031	-0.024
O	12.92	23.066	31.471	-0.004	-0.041	-0.083
O	12.066	21.031	30.095	-0.263	-0.067	0.294
O	11.911	32.471	28.055	-0.063	0.151	-0.086
O	12.768	28.178	29.079	0.204	0.143	0.057
O	10.248	27.972	28.109	-0.001	0.114	0.224
O	11.959	36.673	30.851	0.144	0.054	0.174
O	9.912	34.817	30.586	-0.121	-0.203	0.055
O	14.429	32.814	28.613	-0.021	-0.09	-0.119
O	12.994	32.176	30.662	-0.084	-0.257	0.287
O	13.625	46.567	30.521	-0.105	0.239	0.077
O	12.061	42.486	33.607	0.083	0.015	-0.063
O	14.069	41.416	27.313	-0.184	0.201	0.207
O	15.782	39.992	30.981	-0.285	-0.18	0.118
O	13.776	38.425	31.653	-0.039	0.109	0.232
O	3.613	48.411	29.908	-0.057	0.044	0.23
O	13.699	49.454	31.309	-0.018	0.086	-0.016
O	15.201	45.483	28.699	-0.102	-0.071	-0.069
O	10.587	48.837	29.217	-0.01	-0.201	0.249
O	11.115	52.36	28.668	-0.011	-0.18	0.099
O	9.509	51.785	30.758	-0.126	-0.277	0.029
O	10.088	57.03	28.281	0.13	-0.049	-0.019
O	8.949	55.6	26.276	-0.06	0.1	-0.131
O	13.662	58.388	30.351	0.17	0.034	0.165
O	14.745	55.965	30.422	0.153	-0.215	0.12
O	11.702	63.268	30.866	0.158	0.256	0.396
O	10.177	61.089	30.819	-0.214	0.214	0.089
O	12.064	58.942	28.22	-0.111	-0.03	-0.079
O	14.552	59.778	28.358	-0.185	0.128	0.103
O	9.445	1.322	33.676	-0.075	-0.22	0.396

Results
total energy: -434281.318 eV
total energy less fixed offsets of O -438.04, Si -107.15 eV per atom: 7.202 eV
